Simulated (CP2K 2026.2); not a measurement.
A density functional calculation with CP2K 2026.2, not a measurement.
Periodic cell of 2016 atoms, Si1440O576, from a study of silicon, its oxide and their interface. The atomic structure is a simulated model.
Doubt: the forces sum to 6.12 eV/angstrom along one axis rather than to zero, so they err by at least 0.0030 eV/angstrom per atom on average; the grid cutoff is modest.

Settings
functional: PBE
method: Gaussian and plane waves
basis set: DZVP-MOLOPT-SR-GTH
pseudopotentials: GTH-PBE
grid cutoff: 300 Ry, relative cutoff 40 Ry
k points: Gamma only
occupations: fixed
spin: none
net charge: 0

Cell vectors (angstrom)
a	65.28	0	0
b	0	16.32	0
c	-2.1768	-3.902	33.577

Atoms and the computed forces on them: element, x, y, z (angstrom), force x, y, z (eV/angstrom)
Si	1.171	-0.999	0.173	-0.044	-0.198	0.766
Si	3.869	1.577	0.029	0.171	-0.091	0.708
Si	1.692	3.865	-0.149	-0.345	0.125	0.676
Si	3.701	7.056	0.059	0.217	-0.155	0.752
Si	1.447	-7.087	0.176	-0.054	0.254	0.746
Si	4.147	-4.217	-0.217	-0.164	0.165	0.701
Si	6.984	-1.514	-0.063	-0.196	0.168	0.723
Si	9.332	1.488	0.102	0.29	-0.226	0.627
Si	7.15	3.809	0.032	-0.359	0.267	0.688
Si	9.795	6.413	0.118	-0.067	0.218	0.772
Si	6.304	9.798	-0.026	0.116	0.038	0.726
Si	-6.981	-4.025	-0.037	0.271	-0.093	0.694
Si	-3.663	-1.603	0.014	-0.287	0.095	0.74
Si	-1.206	0.999	-0.003	-0.085	0.293	0.741
Si	-4.113	4.405	0.068	0.066	-0.213	0.674
Si	-1.667	6.968	0.217	0.152	0.002	0.666
Si	-3.772	-7.064	0.006	-0.16	0.105	0.747
Si	-1.517	-3.897	0.014	0.167	-0.168	0.749
Si	2.694	0.142	1.465	0.004	0.025	-0.037
Si	5.464	2.735	1.294	0.005	0.005	-0.051
Si	2.677	5.402	1.338	-0.005	-0.014	-0.045
Si	5.305	8.195	1.345	-0.013	0.005	-0.081
Si	2.656	-5.388	1.243	0.026	-0.018	-0.033
Si	5.338	-2.681	1.167	0.01	-0.027	-0.035
Si	8.117	-0.03	1.369	-0.006	-0.02	-0.031
Si	-5.348	2.798	1.315	-0.005	-0.006	-0.066
Si	8.157	5.402	1.403	0.006	0.001	-0.067
Si	-5.436	8.115	1.242	-0.007	-0.018	-0.081
Si	8.008	-5.434	1.214	-0.01	0.004	-0.081
Si	-5.384	-2.758	1.188	0.002	-0.002	-0.053
Si	-2.658	-0.078	1.472	0.002	-0.014	-0.039
Si	-0.057	2.773	1.099	0.038	0.02	-0.046
Si	-2.812	5.529	1.61	-0.012	-0.004	-0.028
Si	-0.047	8.068	1.485	-0.009	-0.005	-0.039
Si	-2.659	-5.481	1.334	0.003	0.021	-0.043
Si	0.016	-2.694	1.331	-0.015	0.024	-0.053
Si	1.269	1.507	2.689	-0.062	0.01	0.02
Si	4.114	4.108	2.668	-0.011	-0.013	0.018
Si	1.309	6.685	2.764	0.018	0.005	0.03
Si	3.967	9.559	2.693	-0.006	0.014	0.037
Si	1.347	-4.068	2.668	-0.008	-0.012	0.008
Si	4.048	-1.352	2.644	0.026	-0.003	0.002
Si	6.748	1.338	2.693	0	0.009	0.023
Si	9.524	4.02	2.739	0.007	0.009	0.02
Si	6.754	6.834	2.632	-0.002	0.003	0.01
Si	9.445	-6.791	2.556	0.002	0.016	0.004
Si	6.691	-4.046	2.605	-0.01	0.013	0.034
Si	-6.672	-1.409	2.695	0.023	-0.036	0.027
Si	-4.073	1.352	2.679	-0.02	-0.004	-0.003
Si	-1.354	4.046	2.654	0.043	-0.03	0.002
Si	-4.202	6.874	2.838	-0.038	0.047	0.029
Si	-1.357	-6.801	2.765	-0.012	-0.001	0.03
Si	-4.082	-4.121	2.637	-0.011	0.001	0.021
Si	-1.313	-1.41	2.801	0.019	-0.002	0.038
Si	0.006	0.048	4.074	0.021	-0.002	-0.017
Si	2.7	2.785	4.038	-0.012	0.012	-0.018
Si	-0.047	5.365	4.102	-0.004	-0.016	0.021
Si	2.655	8.147	4.046	0.005	0.018	-0.01
Si	0.007	-5.426	4.069	0.012	0	-0.011
Si	2.703	-2.707	4.021	0.001	0.002	0
Si	5.398	-0.019	4.036	0.005	0.014	0.016
Si	8.13	2.686	4.056	0.007	-0.006	0.001
Si	5.434	5.476	4.028	-0.007	-0.011	0.011
Si	8.132	-8.142	3.973	0.007	0.005	0.019
Si	5.378	-5.415	4.014	0.012	-0.004	-0.017
Si	8.1	-2.727	3.993	-0.01	-0.025	-0.01
Si	-5.399	-0.01	4.064	0.006	-0.021	0.027
Si	-2.714	2.7	4.033	0.011	0.019	0.001
Si	-5.534	5.447	4.11	-0.005	-0.014	-0.006
Si	-2.759	8.2	4.12	-0.008	-0.022	-0.003
Si	-5.428	-5.471	4.037	0.01	0.014	-0.009
Si	-2.741	-2.772	4.063	0.011	-0.006	-0.021
Si	1.368	-1.355	16.302	0.003	-0.003	0.002
Si	4.1	1.374	16.247	0.012	0.004	-0.008
Si	1.373	4.051	16.28	-0.004	-0.012	-0.008
Si	4.096	6.803	16.218	0.017	-0.004	-0.001
Si	1.353	-6.788	16.262	-0.004	-0.005	-0.001
Si	4.092	-4.011	16.232	0.003	-0.005	0.003
Si	6.798	-1.303	16.256	0.004	-0.006	0.004
Si	-6.714	1.274	16.385	-0.011	0.017	-0.01
Si	6.809	4.133	16.198	0.005	-0.005	-0.015
Si	-6.759	6.734	16.29	-0.009	0.005	-0.017
Si	6.794	-6.749	16.134	-0.004	-0.006	-0.01
Si	-6.73	-4.115	16.356	-0.006	0	-0.005
Si	-4.049	-1.407	16.384	-0.014	0	0.007
Si	-1.329	1.324	16.341	0	0.008	0.001
Si	-4.041	3.995	16.337	-0.011	0.001	0.003
Si	-1.355	6.768	16.308	-0.006	-0.013	0.009
Si	-4.021	9.461	16.316	0.002	0.004	0.006
Si	-1.356	-4.108	16.332	0.005	-0.011	0.004
Si	2.777	-0.003	17.63	-0.006	0.017	-0.015
Si	5.441	2.801	17.553	-0.025	-0.005	-0.007
Si	2.723	5.458	17.587	0.009	-0.015	-0.013
Si	5.518	8.168	17.498	-0.001	-0.008	0.012
Si	2.708	-5.361	17.552	-0.006	0.019	0.004
Si	5.441	-2.66	17.635	-0.007	0.005	-0.008
Si	8.189	0.067	17.584	0.007	0.006	0.017
Si	-5.357	2.636	17.768	0.021	-0.001	0
Si	8.2	5.474	17.542	-0.016	0.005	0.009
Si	-5.38	8.067	17.633	-0.005	-0.028	-0.003
Si	8.092	-5.333	17.475	-0.008	0.005	0.004
Si	-5.396	-2.774	17.779	-0.006	0.006	0.003
Si	-2.691	-0.024	17.73	0.022	0.001	-0.014
Si	0.085	2.651	17.685	-0.006	-0.007	0
Si	-2.669	5.348	17.672	0.011	0.007	0.017
Si	-0.002	-8.152	17.637	0.01	0.013	-0.008
Si	-2.69	-5.495	17.716	-0.016	-0.002	-0.009
Si	-0.001	-2.717	17.667	0.002	-0.005	0.009
Si	1.511	1.334	19.062	0.002	0.015	-0.014
Si	4.103	4.151	18.946	-0.009	0.002	-0.01
Si	1.367	6.806	18.95	-0.008	-0.019	-0.017
Si	4.144	-6.746	18.74	0.005	0.017	-0.042
Si	1.36	-4.064	19.013	0.013	-0.019	-0.021
Si	4.082	-1.342	19.046	-0.014	-0.026	-0.003
Si	6.853	1.508	18.879	0.035	0.002	-0.026
Si	-6.712	4.02	19.102	0	0.026	-0.016
Si	6.915	6.872	18.901	0.003	0.024	-0.027
Si	-6.692	9.447	18.987	0.021	0	-0.033
Si	6.832	-3.999	18.962	0.02	0.003	-0.003
Si	9.533	-1.308	18.958	-0.001	-0.005	-0.01
Si	-4.029	1.264	19.184	-0.014	-0.007	-0.012
Si	-1.279	3.992	19.03	-0.025	0.016	-0.033
Si	-4.095	6.648	19.011	-0.019	-0.018	-0.025
Si	-1.331	-6.848	19.083	0.005	-0.003	-0.001
Si	-4.03	-4.154	19.121	-0.005	0	-0.016
Si	-1.314	-1.355	19.083	0.014	0.005	-0.01
Si	0.183	-0.081	20.42	-0.012	-0.04	0.053
Si	2.855	2.779	20.411	0.021	-0.013	0.041
Si	0.07	5.423	20.347	-0.012	-0.004	0.056
Si	2.782	8.272	20.082	-0.02	0.029	0.063
Si	0.026	-5.439	20.429	0.014	0.033	0.033
Si	2.708	-2.724	20.437	-0.019	0.001	0.059
Si	5.532	0.113	20.2	0.007	-0.009	0.059
Si	8.16	2.866	20.341	0.004	-0.015	0.056
Si	5.488	5.569	20.213	0.002	0.011	0.05
Si	8.241	8.306	20.253	-0.018	-0.024	0.076
Si	5.445	-5.438	20.169	-0.026	0.001	0.057
Si	8.201	-2.665	20.369	-0.008	0.012	0.06
Si	-5.368	-0.085	20.635	0.003	0	0.045
Si	-2.569	2.591	20.47	0.056	0.02	0.036
Si	-5.333	5.281	20.555	0.026	0.004	0.06
Si	-2.735	-8.304	20.31	-0.007	-0.006	0.039
Si	-5.382	-5.558	20.462	0.002	-0.012	0.036
Si	-2.659	-2.759	20.44	0.007	-0.018	0.064
Si	1.18	-1.653	21.912	0.18	0.182	-0.693
Si	4.592	1.714	21.595	-0.335	-0.13	-0.761
Si	1.275	3.951	21.706	0.288	0.213	-0.65
Si	4.359	7.232	21.388	-0.001	-0.166	-0.741
Si	1.692	-6.63	21.558	-0.202	0.004	-0.672
Si	3.858	-4.424	21.532	0.076	0.123	-0.801
Si	7.025	-1.01	21.567	0.024	-0.206	-0.758
Si	-7.026	1.159	21.793	0.19	0.042	-0.712
Si	6.629	4.137	21.644	0.278	0.19	-0.661
Si	-6.467	6.959	21.764	-0.069	-0.276	-0.683
Si	6.614	-6.913	21.538	0.218	0.161	-0.734
Si	9.798	-3.852	21.656	-0.216	-0.075	-0.747
Si	-4.004	-1.557	21.943	-0.122	0.096	-0.712
Si	-0.832	1.557	21.697	-0.353	-0.155	-0.719
Si	-3.702	4.081	21.845	-0.252	-0.073	-0.659
Si	-1.635	6.417	21.598	0.071	0.036	-0.81
Si	-4.22	-7.168	21.702	0.132	0.138	-0.724
Si	-1.093	-3.861	21.792	-0.039	-0.18	-0.668
Si	-5.591	2.989	24.004	0.063	-0.067	-0.128
Si	3.526	-2.593	25.805	-0.024	-0.001	-0.018
Si	3.933	1.737	24.464	0.035	0.036	-0.086
Si	-0.857	-4.769	-6.245	-0.064	0.005	0.054
Si	-7.343	-5.578	24.776	-0.075	-0.182	-0.147
Si	2.581	-2.361	-2.266	0.081	-0.158	0.072
Si	6.505	-5.731	-4.958	0.002	0.023	-0.015
Si	-7.453	-1.21	25.988	0.098	-0.003	-0.049
Si	0.705	4.346	-3.039	0.08	0.088	0.121
Si	1.116	-3.993	-4.096	-0.072	-0.018	-0.13
Si	-5.482	0.032	-6.215	-0.079	-0.031	-0.095
Si	-0.462	6.566	26.025	-0.033	0.09	0.012
Si	2.5	4.361	24.585	-0.064	-0.068	-0.17
Si	1.826	-0.337	24.786	0.007	-0.158	-0.173
Si	2.418	2.452	-4.862	0.056	0.013	0.043
Si	-6.187	7.709	-3.163	0.07	-0.063	0.094
Si	1.345	-4.549	26.093	-0.062	0.055	0.125
Si	-1.188	-2.822	26.273	0.031	0.052	0.062
Si	-7.505	3.366	-4.365	-0.071	0.016	0.035
Si	0.01	3.652	26.157	-0.021	0.062	0.097
Si	-0.25	-5.783	-2.143	-0.04	0.104	0.114
Si	-4.198	5.577	-6.871	-0.051	0.097	-0.166
Si	-4.796	-3.572	-4.467	-0.003	0.049	0.008
Si	6.682	5.622	24.466	0.008	-0.053	-0.261
Si	-6.99	5.793	24.562	-0.035	0.096	-0.093
Si	2.899	-6.874	25.864	0.044	0.031	-0.04
Si	-0.125	-8.047	23.645	-0.005	0.013	-0.181
Si	3.709	-4.845	-5.557	-0.051	0.029	-0.03
Si	1.353	7.128	-4.388	-0.025	-0.012	0.011
Si	-5.916	1.148	-2.695	0.012	0.062	-0.01
Si	3.972	6.915	-2.929	0.015	-0.042	0.076
Si	7.266	5.489	-6.382	0.031	-0.002	0.06
Si	-5.497	-5.744	-2.301	-0.085	-0.02	0.183
Si	3.899	6.945	24.271	-0.031	-0.061	-0.085
Si	-6.998	-1.343	-4.264	-0.037	0.024	-0.064
Si	3.838	-0.262	-4.305	-0.115	-0.026	-0.049
Si	12.605	-7.166	-3.011	-0.045	0.049	0.078
Si	5.668	-2.903	23.618	0.022	-0.075	-0.16
Si	-1.926	4.945	-1.965	-0.053	-0.043	0.222
Si	-3.055	-1.168	-4.699	0.031	0.034	-0.012
Si	-3.305	6.741	-4.189	-0.054	0.031	0.058
Si	7.016	3.155	-2.775	0.019	0.113	0.072
Si	-5.955	-8.088	26.226	0.046	0.135	-0.094
Si	6.537	-7.811	-2.816	-0.059	-0.051	0.111
Si	4.874	4.398	-4.677	0.036	0.035	0.101
Si	-1.236	-7.295	-4.358	0.035	-0.006	0.052
Si	-2.322	-5.846	23.868	-0.062	0.045	-0.204
Si	-3.144	0.381	-2.247	0.053	-0.049	0.215
Si	-0.834	0.994	24.777	0.116	0.05	-0.065
Si	8.096	-7.817	-6.467	0.019	0.035	0.05
Si	-2.779	-0.912	24.586	-0.076	-0.03	-0.087
Si	-5.151	-2.448	24.553	0.092	-0.04	-0.093
Si	-1.427	-0.597	-7.266	-0.041	0.136	-0.086
Si	5.79	0.433	-2.194	-0.071	0.024	0.139
Si	1.366	-1.336	5.398	-0.008	0	0.009
Si	4.036	1.365	5.37	-0.005	-0.009	0
Si	1.354	4.081	5.454	0.006	-0.011	0.017
Si	4.059	6.818	5.389	-0.004	0.005	-0.001
Si	1.327	9.507	5.422	-0.002	-0.018	0.013
Si	4.046	-4.066	5.394	-0.009	-0.008	0
Si	6.775	-1.363	5.381	0.002	-0.004	0.001
Si	9.522	1.344	5.383	0.005	-0.004	0.011
Si	6.782	4.09	5.377	0.007	0.006	0.008
Si	-6.88	6.794	5.447	0.004	0.018	0.009
Si	6.771	-6.782	5.344	0.001	-0.002	0.001
Si	-6.795	12.206	5.406	0.002	-0.008	0.01
Si	-4.067	-1.382	5.426	0.002	0	0.005
Si	-1.385	1.356	5.434	0.014	-0.001	-0.005
Si	-4.102	4.067	5.385	-0.001	-0.013	-0.004
Si	-1.405	6.775	5.419	0.006	0.01	0.001
Si	-4.101	-6.778	5.469	0.01	0.01	0.011
Si	-1.375	-4.098	5.43	-0.007	0.004	0.009
Si	2.711	0.011	6.766	0.002	0.001	-0.001
Si	5.408	2.729	6.722	-0.002	0.011	-0.008
Si	2.708	5.465	6.771	-0.009	0.008	-0.002
Si	5.425	-8.14	6.728	-0.001	0.002	-0.011
Si	2.696	-5.438	6.754	0.001	0.001	-0.001
Si	5.414	-2.712	6.745	0.003	0.001	-0.002
Si	8.148	-0.006	6.729	0.006	-0.001	0.001
Si	-5.458	2.694	6.742	0.002	-0.001	-0.009
Si	-8.202	5.407	6.792	0.003	0.005	-0.001
Si	-5.477	8.149	6.783	-0.018	0.004	-0.002
Si	-8.163	10.842	6.759	-0.009	-0.013	0.006
Si	-5.445	-2.743	6.771	0.011	0.004	-0.005
Si	-2.726	-0.018	6.789	0.007	-0.008	0.002
Si	-0.013	2.707	6.786	0.01	0	0.001
Si	-2.759	5.417	6.775	0.006	0.005	-0.006
Si	-0.036	8.143	6.77	-0.007	0.012	-0.006
Si	-2.726	-5.439	6.811	0.001	-0.004	0.002
Si	-0.012	-2.705	6.75	0.002	0	-0.01
Si	1.346	1.351	8.135	-0.016	-0.007	0.006
Si	4.065	4.086	8.103	-0.008	-0.004	-0.006
Si	1.337	6.804	8.129	0.008	0.008	-0.001
Si	4.064	-6.791	8.1	0.008	-0.001	0.002
Si	1.335	-4.077	8.11	0.001	-0.002	-0.004
Si	4.067	-1.352	8.111	0.007	0.006	0.003
Si	6.782	1.371	8.07	0	-0.004	-0.006
Si	-6.805	4.051	8.126	-0.006	0.003	-0.005
Si	6.783	6.815	8.083	0.002	0.004	-0.008
Si	-6.818	9.5	8.153	0.013	0.006	0
Si	6.776	-4.074	8.091	-0.002	0	0.001
Si	-6.807	-1.375	8.122	-0.003	-0.013	-0.005
Si	-4.103	1.34	8.125	-0.006	-0.005	-0.004
Si	-1.381	4.068	8.132	0	-0.004	-0.004
Si	-4.109	6.78	8.136	0	0.001	0.001
Si	-1.379	-6.82	8.145	-0.013	-0.013	0.006
Si	-4.088	-4.083	8.153	0.016	0.003	0.006
Si	-1.362	-1.369	8.14	0.005	0.007	0.011
Si	-0.009	-0.007	9.495	0.013	-0.003	0.005
Si	2.707	2.73	9.469	0.002	0.003	-0.005
Si	-0.018	5.432	9.483	0.003	0.007	-0.003
Si	2.703	-8.148	9.465	-0.01	0.001	-0.002
Si	-0.016	-5.443	9.48	-0.005	-0.006	-0.007
Si	2.695	-2.712	9.462	-0.001	-0.003	-0.004
Si	5.43	0.019	9.446	-0.001	-0.005	0.002
Si	-8.144	2.691	9.507	0.009	0.002	-0.001
Si	5.426	5.455	9.446	-0.001	-0.002	0
Si	-8.168	8.123	9.507	-0.004	0.004	-0.002
Si	5.416	-5.424	9.452	0.003	-0.003	0.001
Si	-8.15	-2.75	9.49	-0.008	0	-0.003
Si	-5.443	-0.029	9.495	0.001	0.003	0
Si	-2.735	2.696	9.486	0.005	0.004	-0.001
Si	-5.45	5.407	9.499	0.006	-0.002	-0.002
Si	-2.737	8.135	9.496	0.006	0.009	-0.001
Si	-5.441	-5.462	9.502	-0.003	0.001	-0.004
Si	-2.722	-2.729	9.503	-0.005	0.003	0
Si	1.348	-1.366	10.846	-0.006	0.002	0.009
Si	4.071	1.37	10.814	0.002	0.005	0
Si	1.345	4.076	10.837	-0.003	-0.005	0.003
Si	4.06	-9.515	10.81	-0.002	0.007	0
Si	1.345	-6.798	10.833	0.016	0.006	0.001
Si	4.055	-4.068	10.813	-0.002	0	0.003
Si	6.79	-1.338	10.796	0.009	-0.005	0.007
Si	-6.787	1.324	10.87	-0.007	-0.002	0
Si	-9.495	4.048	10.877	0	-0.003	-0.002
Si	-6.799	6.763	10.869	-0.006	0.002	0.005
Si	-9.505	9.488	10.878	-0.011	-0.004	-0.001
Si	-6.785	-4.099	10.863	0.003	-0.003	-0.003
Si	-4.078	-1.378	10.865	0.011	-0.003	0.005
Si	-1.372	1.345	10.853	0.001	-0.007	0.004
Si	-4.082	4.049	10.858	-0.001	0.006	0
Si	-1.37	6.782	10.853	-0.007	-0.005	0
Si	-4.083	9.495	10.862	-0.001	-0.004	0.002
Si	-1.367	-4.094	10.856	0.002	-0.005	0.003
Si	2.71	0.015	12.179	0.006	-0.002	-0.004
Si	5.437	2.734	12.157	-0.008	0	-0.005
Si	2.708	5.445	12.182	0	0	0.001
Si	5.417	-8.134	12.145	0.006	-0.005	-0.006
Si	2.694	-5.422	12.178	-0.005	-0.009	-0.003
Si	5.416	-2.689	12.147	-0.008	-0.005	-0.004
Si	8.156	0.033	12.137	0.002	0.011	0.002
Si	-5.414	2.672	12.23	0.004	0.001	0.001
Si	-8.131	5.393	12.248	0.001	-0.002	0.005
Si	-5.424	8.119	12.225	0.001	0.007	-0.002
Si	-8.121	10.842	12.225	-0.001	0.007	-0.007
Si	-5.42	-2.75	12.233	-0.005	0	-0.001
Si	-2.711	-0.027	12.223	-0.005	0.007	-0.003
Si	-0.008	2.711	12.203	0.001	0.002	-0.002
Si	-2.716	5.407	12.214	0.013	0.001	0.002
Si	-0.001	8.148	12.198	0	0.012	-0.006
Si	-2.721	-5.461	12.217	0.003	0	-0.006
Si	-0.01	-2.727	12.212	0.003	-0.003	0
Si	1.349	1.35	13.558	-0.002	0.008	0.01
Si	4.073	4.078	13.521	0.017	-0.01	0.005
Si	1.355	6.791	13.562	0.006	-0.006	0.009
Si	4.055	-6.782	13.514	-0.004	0.01	-0.002
Si	1.353	-4.073	13.567	-0.001	-0.006	0.012
Si	4.077	-1.329	13.528	-0.003	0	0.006
Si	6.806	1.386	13.51	0.009	-0.011	0.001
Si	-6.765	4.016	13.602	0.003	0	0.007
Si	6.786	-9.495	13.474	-0.013	0.014	0.001
Si	-6.756	9.489	13.594	-0.008	-0.002	0.007
Si	6.779	-4.042	13.487	-0.004	0.012	0.005
Si	9.514	-1.31	13.498	-0.002	0.005	0.007
Si	-4.049	1.318	13.602	0.006	-0.005	0.003
Si	-1.356	4.057	13.582	-0.013	0.007	0.008
Si	-4.066	6.753	13.586	-0.005	0.001	0.002
Si	-1.355	9.501	13.564	0.004	-0.004	0.004
Si	-4.063	-4.109	13.6	-0.001	-0.004	0.008
Si	-1.363	-1.386	13.596	0.008	-0.002	0.01
Si	0.003	-0.016	14.939	-0.011	0	-0.003
Si	2.722	2.716	14.895	-0.002	-0.007	-0.002
Si	0.007	5.42	14.936	0.001	-0.001	0
Si	2.717	8.176	14.896	0.006	0.01	0.004
Si	-0.014	-5.441	14.921	0.007	0.003	0.005
Si	2.716	-2.677	14.893	0.008	0.005	-0.001
Si	5.45	0.032	14.874	-0.006	0.01	0
Si	8.167	2.754	14.86	-0.009	0.003	0.002
Si	5.44	5.463	14.837	-0.005	0	0.002
Si	8.155	-8.124	14.8	-0.004	0	0.004
Si	5.405	-5.391	14.838	0	-0.003	0.003
Si	8.119	-2.654	14.833	0.001	-0.007	0.004
Si	-5.382	-0.051	14.983	0.011	-0.004	0.012
Si	-2.682	2.673	14.958	0.009	-0.004	0
Si	-5.395	5.365	14.959	0.002	0.005	0.003
Si	-2.692	8.121	14.925	0.004	0.001	0.008
Si	-5.394	-5.482	14.976	0.001	0	0
Si	-2.714	-2.75	14.976	-0.007	-0.004	-0.001
Si	17.333	-1.184	0.07	0.121	-0.128	0.768
Si	20.076	1.34	-0.072	0.389	-0.263	0.603
Si	17.93	3.689	0.24	-0.083	0.283	0.687
Si	20.234	7.098	-0.014	0.099	-0.215	0.724
Si	18.085	-6.923	-0.067	-0.221	0.078	0.697
Si	20.786	-4.318	0.197	-0.053	0.055	0.752
Si	23.568	-1.634	-0.063	-0.224	0.195	0.733
Si	25.557	1.739	-0.055	0.236	-0.175	0.733
Si	23.161	3.774	0.113	-0.063	0.148	0.662
Si	26.07	6.381	-0.056	-0.124	0.288	0.699
Si	22.978	9.813	-0.032	0.147	-0.133	0.701
Si	9.151	-3.809	-0.026	0.136	-0.136	0.743
Si	12.365	-1.671	0.021	-0.086	0.222	0.648
Si	15.24	1.134	-0.036	-0.262	0.106	0.656
Si	12.109	4.337	0.233	0.06	-0.199	0.679
Si	14.803	6.96	-0.021	0.23	-0.111	0.648
Si	12.475	-7.168	-0.07	-0.219	0.25	0.701
Si	14.565	-3.898	-0.027	0.16	-0.116	0.716
Si	19.001	-0.142	1.361	-0.036	-0.011	-0.041
Si	21.704	2.477	1.328	-0.055	-0.001	-0.02
Si	19.119	5.431	1.293	-0.004	0.014	-0.029
Si	21.843	8.205	1.295	-0.019	0.011	-0.054
Si	19.161	-5.464	1.414	0.009	-0.013	-0.051
Si	21.974	-2.702	1.349	0.018	0.015	-0.064
Si	24.589	0.021	1.262	0.001	0.006	-0.044
Si	10.924	2.668	1.369	0.003	-0.011	-0.016
Si	24.47	5.35	1.326	-0.011	-0.006	-0.047
Si	10.866	-8.193	1.287	0.021	-0.018	-0.079
Si	24.629	-5.389	1.234	0	0.017	-0.052
Si	10.797	-2.789	1.333	-0.022	0.004	-0.046
Si	13.602	-0.044	1.231	-0.02	0.03	-0.063
Si	16.305	2.615	1.461	-0.019	-0.022	-0.046
Si	13.673	5.507	1.456	0.006	0.02	-0.04
Si	16.415	8.203	1.174	0.017	0.006	-0.046
Si	13.503	-5.504	1.276	-0.01	-0.017	-0.057
Si	16.2	-2.795	1.296	-0.013	0.001	-0.063
Si	17.716	1.275	2.767	0.022	-0.009	0.039
Si	20.468	4.036	2.649	0.022	-0.026	0.015
Si	17.716	6.802	2.614	-0.012	0.012	-0.001
Si	20.504	9.497	2.757	0.027	0.01	0.039
Si	17.693	-4.082	2.624	-0.006	0.017	-0.002
Si	20.484	-1.417	2.66	-0.005	0.004	-0.003
Si	23.154	1.248	2.692	0.023	0.01	0.011
Si	25.91	4.047	2.69	0.037	0.017	0.016
Si	23.184	6.809	2.647	-0.025	-0.025	0.009
Si	25.871	-6.796	2.653	0.032	-0.015	0.004
Si	23.306	-4.065	2.706	-0.011	-0.015	0.051
Si	9.516	-1.365	2.696	0.002	0.009	0.009
Si	12.299	1.314	2.662	0.002	-0.018	0.02
Si	14.988	4.066	2.741	0.011	0	0.007
Si	12.25	6.857	2.742	-0.029	-0.023	0.046
Si	15.014	-6.787	2.581	-0.008	-0.013	0.017
Si	12.152	-4.164	2.669	0.032	0.007	0.025
Si	14.909	-1.397	2.678	0.026	0.007	0.037
Si	16.314	-0.074	4.063	-0.004	-0.007	-0.005
Si	19.084	2.716	4.042	-0.015	0.002	-0.019
Si	16.375	5.457	4.026	0.006	0.015	-0.009
Si	19.083	8.126	4.03	0.014	-0.008	-0.01
Si	16.347	-5.444	3.989	-0.023	-0.017	0.002
Si	19.081	-2.75	4	-0.005	-0.001	0.012
Si	21.798	-0.055	4.069	0	-0.001	0.01
Si	24.524	2.674	4.026	0.028	-0.022	-0.003
Si	21.828	5.418	4.005	-0.006	-0.014	-0.006
Si	24.521	-8.148	4.036	-0.009	0.008	0.019
Si	21.877	-5.418	4.052	-0.011	0.001	-0.013
Si	24.614	-2.677	4.059	-0.01	0.005	-0.01
Si	10.899	-0.01	4.026	-0.007	0.007	0.002
Si	13.612	2.695	4.048	-0.011	-0.014	0.017
Si	10.88	5.439	4.046	0.02	0.008	-0.013
Si	13.652	8.215	4.017	-0.016	0.016	0.009
Si	10.793	-5.487	4.007	0.001	-0.01	0.018
Si	13.547	-2.77	4.004	-0.017	0.005	-0.004
Si	17.631	-1.326	16.236	0	-0.011	-0.002
Si	20.381	1.436	16.276	0.023	0.005	0.004
Si	17.65	4.122	16.255	-0.002	0.003	-0.001
Si	20.375	6.894	16.265	0.009	0.01	-0.004
Si	17.68	-6.718	16.217	0.011	0.004	-0.006
Si	20.347	-3.987	16.313	0.006	0.003	0.002
Si	23.069	-1.297	16.365	0.003	0.003	-0.005
Si	9.54	1.413	16.223	0.012	0.006	0.002
Si	23.097	4.18	16.289	-0.001	0.017	-0.016
Si	9.509	-9.488	16.146	-0.003	0.013	-0.011
Si	23.062	-6.728	16.323	0.005	0.007	-0.012
Si	9.489	-4.007	16.147	0.002	0.011	-0.017
Si	12.242	-1.284	16.193	0.017	0.007	-0.007
Si	14.927	1.374	16.256	-0.01	-0.008	0.016
Si	12.219	4.059	16.175	-0.004	-0.012	-0.003
Si	14.954	6.826	16.166	-0.006	-0.006	-0.005
Si	12.227	-6.763	16.143	-0.002	-0.006	-0.027
Si	14.933	-4.021	16.187	0.001	-0.006	-0.01
Si	19.003	0.035	17.564	-0.008	0.012	-0.022
Si	21.708	2.866	17.62	-0.004	-0.017	0
Si	18.976	5.555	17.584	0.004	0.003	-0.032
Si	21.701	8.244	17.68	-0.003	-0.007	0.023
Si	18.934	-5.311	17.644	-0.021	0.019	0.014
Si	21.694	-2.65	17.735	-0.007	-0.005	-0.008
Si	24.427	0.08	17.719	-0.017	-0.006	0.021
Si	10.882	2.756	17.627	-0.003	0.019	0.014
Si	24.424	5.503	17.728	-0.021	-0.013	0.005
Si	10.827	-8.087	17.472	0.009	-0.014	0.016
Si	24.372	-5.347	17.711	-0.012	0.004	-0.007
Si	10.826	-2.617	17.478	-0.03	-0.009	0.004
Si	13.57	0.018	17.651	0.008	-0.031	0.009
Si	16.295	2.734	17.603	0.02	0	0.01
Si	13.588	5.427	17.464	0.016	0.008	0.002
Si	16.327	-8.127	17.499	-0.003	-0.001	-0.018
Si	13.587	-5.418	17.495	0.002	0.01	0.015
Si	16.229	-2.652	17.595	0.003	-0.01	0.002
Si	17.666	1.34	18.945	-0.022	-0.003	0.001
Si	20.321	4.244	18.95	0.013	0.001	-0.009
Si	17.631	6.907	18.959	0.005	-0.018	-0.01
Si	20.327	-6.642	18.965	-0.004	-0.007	-0.031
Si	17.491	-3.991	19.025	0.022	-0.029	-0.014
Si	20.285	-1.256	19.026	-0.006	-0.006	-0.001
Si	23.079	1.559	18.986	0.044	0.001	-0.037
Si	9.541	4.171	18.972	0.017	0.007	-0.021
Si	23.053	6.876	19.07	0.007	0.005	-0.024
Si	9.438	-6.68	18.774	0.003	-0.02	-0.034
Si	23.042	-4.001	19.135	0.013	-0.009	-0.007
Si	25.761	-1.315	19.099	0.002	0.038	-0.028
Si	12.191	1.357	19.012	-0.002	0.002	-0.005
Si	14.914	4.121	18.899	-0.01	0.012	-0.029
Si	12.182	-9.529	18.719	-0.02	0	-0.056
Si	14.976	-6.793	18.82	0.016	0.013	-0.019
Si	12.179	-4.015	18.731	-0.013	0.001	-0.028
Si	14.916	-1.347	19.053	0.019	0.015	0.002
Si	16.33	0.031	20.406	-0.004	-0.03	0.026
Si	18.964	2.826	20.214	-0.003	-0.013	0.035
Si	16.257	5.522	20.259	0.009	-0.012	0.07
Si	18.927	8.359	20.289	-0.01	-0.005	0.068
Si	16.126	-5.451	20.362	0.034	0.03	0.021
Si	18.839	-2.574	20.367	-0.034	0.02	0.025
Si	21.617	0.255	20.248	-0.022	0.034	0.025
Si	24.398	2.851	20.513	-0.027	-0.026	0.073
Si	21.606	5.59	20.412	-0.019	0.043	0.046
Si	24.37	8.249	20.475	-0.009	-0.016	0.058
Si	21.63	-5.348	20.457	0.023	0.021	0.049
Si	24.376	-2.618	20.512	-0.031	-0.021	0.05
Si	10.841	0.018	20.43	0.009	0.001	0.053
Si	13.564	2.756	20.284	0.009	0.001	0.03
Si	10.892	5.604	20.267	-0.016	0.005	0.085
Si	13.569	-8.21	19.994	0.014	-0.025	0.042
Si	10.778	-5.301	20.062	-0.029	0.038	0.043
Si	13.461	-2.809	20.238	0.02	0.007	0.041
Si	17.513	-1.369	21.943	0.098	0.153	-0.709
Si	20.545	1.852	21.62	-0.141	-0.224	-0.757
Si	17.387	3.923	21.525	0.093	0.152	-0.701
Si	20.438	7.256	21.643	0.029	-0.247	-0.727
Si	17.776	-6.455	21.707	-0.218	-0.249	-0.672
Si	19.956	-4.15	21.622	0.291	0.101	-0.657
Si	23.119	-0.898	21.537	-0.003	-0.249	-0.675
Si	9.191	1.219	21.66	0.253	0.09	-0.777
Si	22.77	4.068	21.748	0.213	0.09	-0.659
Si	9.985	7.395	21.543	-0.061	-0.123	-0.763
Si	22.74	-6.965	21.787	0.16	0.173	-0.687
Si	25.937	-3.785	21.893	-0.207	-0.162	-0.675
Si	12.01	-1.661	21.65	0.051	0.217	-0.669
Si	15.19	1.679	21.59	-0.177	-0.14	-0.677
Si	12.405	4.357	21.523	-0.197	-0.175	-0.71
Si	14.588	-9.71	21.464	0.176	0.136	-0.706
Si	12.15	-6.804	21.114	-0.03	-0.022	-0.559
Si	14.25	-4.616	21.537	0.235	0.09	-0.788
Si	11.111	2.472	23.637	0.057	0.065	-0.111
Si	22.189	-3.763	26.024	0.097	-0.157	-0.14
Si	16.554	5.447	25.623	-0.067	-0.053	-0.186
Si	12.018	5.962	25.489	0.005	0.043	0.029
Si	7.904	-5.093	23.775	-0.013	-0.029	-0.152
Si	23.119	-1.043	-3.117	0.034	-0.047	0.077
Si	25.122	6.886	-3.062	0.044	-0.116	-0.001
Si	10.1	-6.881	-4.29	0.066	-0.037	-0.084
Si	18.065	4.398	-2.533	0.101	0.081	-0.059
Si	19.077	-2.75	-1.989	-0.059	0.029	0.053
Si	9.826	-1.493	-6.821	-0.076	-0.032	0
Si	18.226	-3.072	-6.27	0.051	0.118	-0.092
Si	14.364	7.331	24.329	0.099	-0.005	-0.005
Si	18.752	0.703	23.954	-0.107	-0.083	-0.025
Si	15.792	5.835	-2.881	0.037	0.053	0.035
Si	9.354	4.319	-4.425	0.014	0.011	0.049
Si	21.535	-1.282	-7.091	-0.038	0.058	0.036
Si	19.043	-0.306	-5.554	-0.004	0.015	-0.116
Si	8.999	6.979	-2.844	0.043	-0.13	-0.018
Si	16.203	3.337	-4.301	0.029	0.034	0.079
Si	17.756	-5.395	-2.872	0.071	0.015	0.311
Si	13.461	6.685	-4.343	0.072	-0.008	-0.001
Si	14.836	-5.069	-2.935	-0.152	0.051	0.181
Si	21.783	5.637	-7.107	-0.183	-0.039	0.004
Si	9.445	6.819	24.551	0.092	0.071	-0.066
Si	23.075	-3.087	-5.246	-0.083	-0.012	0.026
Si	17.367	-5.997	24.573	-0.078	-0.079	-0.113
Si	19.308	-5.892	-5.246	-0.06	-0.011	-0.07
Si	16.873	2.366	25.598	0.084	0.015	0.004
Si	11.158	0.287	-1.923	-0.006	-0.07	-0.057
Si	21.088	5.044	-2.007	0.047	0.042	0.237
Si	22.992	5.211	-4.251	0.128	0.067	-0.023
Si	12.64	-3.315	-4.209	-0.057	-0.076	-0.013
Si	18.901	5.614	23.746	-0.128	-0.033	-0.073
Si	7.024	-0.828	-6.393	-0.001	0.008	0.042
Si	22.418	-6.11	-5.248	0.132	-0.024	-0.134
Si	20.889	4.477	25.784	-0.11	0.019	0.074
Si	23.766	-4.852	23.7	0.049	-0.01	0.1
Si	12.43	3.675	-4.603	-0.064	0.02	-0.049
Si	8.124	-2.968	-4.915	0.012	0.017	-0.027
Si	9.913	-4.166	-2.983	-0.029	0.052	0.038
Si	29.849	-7.997	-5.028	0.048	0.064	0.022
Si	13.174	-3.999	-7.077	0.083	-0.106	-0.047
Si	12.013	-0.424	-4.748	-0.093	0.013	0.02
Si	21.766	-2.704	23.444	-0.106	-0.003	-0.046
Si	14.113	7.103	-7.171	0.037	-0.054	-0.021
Si	15.792	-3.371	23.777	0.176	0.075	-0.061
Si	13.259	2.468	-1.831	0.092	0.026	0.005
Si	16.336	4.835	-7.127	0.069	0.049	-0.083
Si	25.728	4.323	-4.162	0.009	-0.022	0.002
Si	14.254	1.68	-5.627	-0.003	0.06	-0.019
Si	13.362	0.246	23.634	0.055	-0.031	-0.064
Si	13.599	-6.496	25.984	-0.045	-0.016	-0.015
Si	20.371	-0.114	-2.968	-0.066	0.067	0.238
Si	17.724	-1.395	5.387	-0.002	-0.003	0.003
Si	20.453	1.359	5.396	-0.005	0.01	0.002
Si	17.724	4.087	5.388	0.015	-0.003	0.015
Si	20.452	6.77	5.38	-0.008	0.003	0.005
Si	17.715	9.517	5.357	0.008	0.003	0.004
Si	20.454	-4.085	5.379	0.017	0.004	0.003
Si	23.185	-1.378	5.423	0	-0.012	0.01
Si	25.873	1.36	5.447	-0.011	0.013	0.008
Si	23.183	4.072	5.386	0.01	0.017	0.001
Si	9.497	6.82	5.354	-0.001	0.002	0.003
Si	23.186	-6.794	5.425	0.009	0.001	0.01
Si	9.463	-4.09	5.354	0.006	0.009	0.01
Si	12.231	-1.388	5.38	0.001	-0.002	0.013
Si	14.981	1.338	5.394	-0.002	0.013	0.015
Si	12.248	4.075	5.385	-0.007	-0.009	0.013
Si	14.99	6.818	5.365	-0.003	-0.003	0.009
Si	12.233	-6.786	5.357	0.007	-0.001	0.006
Si	14.967	-4.092	5.348	0.007	0.009	-0.001
Si	19.072	0	6.737	-0.005	0.003	-0.001
Si	21.81	2.726	6.757	-0.003	-0.012	-0.007
Si	19.085	5.438	6.754	-0.003	-0.012	-0.003
Si	21.797	-8.162	6.75	-0.003	-0.004	-0.004
Si	19.078	-5.443	6.726	-0.001	-0.004	-0.001
Si	21.8	-2.723	6.765	-0.002	-0.004	-0.006
Si	24.513	0.001	6.804	-0.001	-0.004	-0.001
Si	10.875	2.723	6.731	-0.008	-0.002	-0.003
Si	8.143	5.459	6.722	0.005	-0.002	0.001
Si	10.877	-8.154	6.712	0.012	-0.004	-0.004
Si	8.125	-5.44	6.727	-0.001	0.004	-0.005
Si	10.846	-2.733	6.714	-0.007	0	-0.002
Si	13.602	-0.017	6.73	-0.002	-0.007	-0.009
Si	16.346	2.724	6.729	-0.001	-0.002	0.004
Si	13.623	5.45	6.716	-0.002	0.006	0.003
Si	16.35	8.173	6.727	-0.005	-0.007	-0.002
Si	13.595	-5.428	6.717	-0.02	0.002	-0.004
Si	16.34	-2.743	6.724	-0.002	-0.009	-0.002
Si	17.71	1.369	8.089	0.011	0.014	-0.001
Si	20.443	4.086	8.117	-0.002	0.013	0.005
Si	17.713	6.815	8.089	0.011	0.005	-0.001
Si	20.435	-6.791	8.102	-0.007	-0.011	0.001
Si	17.71	-4.083	8.087	-0.003	0.002	-0.003
Si	20.435	-1.344	8.108	0.012	0.005	-0.008
Si	23.152	1.376	8.147	0.011	0.01	0
Si	9.512	4.098	8.071	0.007	-0.003	0
Si	23.146	6.815	8.141	-0.004	-0.007	-0.001
Si	9.512	-6.79	8.069	0.003	0.004	-0.009
Si	23.157	-4.069	8.14	-0.014	-0.008	0.001
Si	9.505	-1.362	8.08	-0.004	-0.008	0.003
Si	12.243	1.361	8.075	0.002	0.002	-0.004
Si	14.983	4.094	8.076	-0.003	-0.005	0
Si	12.248	6.81	8.064	-0.01	-0.005	-0.004
Si	14.971	-6.786	8.071	-0.003	-0.008	-0.009
Si	12.231	-4.07	8.071	0.019	0.006	-0.003
Si	14.981	-1.365	8.076	0.002	0.013	0
Si	16.338	0.01	9.431	-0.004	0	-0.001
Si	19.064	2.733	9.46	0.005	-0.017	0.003
Si	16.342	5.456	9.438	-0.002	0	-0.003
Si	19.063	-8.141	9.456	-0.003	-0.003	0.001
Si	16.332	-5.428	9.437	0	-0.008	-0.001
Si	19.06	-2.703	9.45	-0.002	0.001	-0.001
Si	21.777	0.018	9.492	-0.014	0.001	0.001
Si	8.145	2.737	9.42	-0.002	0.014	0
Si	21.782	5.458	9.493	-0.008	-0.001	0.003
Si	8.148	-8.142	9.43	0.003	-0.005	0.004
Si	21.783	-5.424	9.48	0.01	0.003	0.001
Si	8.14	-2.708	9.437	0	-0.003	0.003
Si	10.872	0.01	9.422	-0.002	-0.004	-0.001
Si	13.61	2.732	9.419	-0.001	0.003	0.001
Si	10.88	5.457	9.418	0.007	-0.003	0.005
Si	13.609	-8.147	9.423	-0.005	0.002	-0.001
Si	10.871	-5.426	9.427	0.003	-0.003	0.003
Si	13.6	-2.709	9.423	-0.015	-0.002	0.002
Si	17.698	-1.334	10.803	0.003	0.006	0.002
Si	20.413	1.387	10.842	-0.003	0.013	0.006
Si	17.699	4.104	10.806	0.001	0.005	0.004
Si	20.418	-9.487	10.832	0.002	0.003	0.002
Si	17.694	-6.777	10.801	0.007	-0.006	0
Si	20.42	-4.046	10.825	-0.001	-0.008	-0.002
Si	23.131	-1.332	10.87	0.005	0.004	0
Si	9.512	1.381	10.769	0	-0.005	-0.001
Si	6.79	4.092	10.788	0	-0.005	0.002
Si	9.517	-9.502	10.773	0.007	0.001	0
Si	6.786	-6.781	10.79	-0.004	0.003	0.001
Si	9.51	-4.058	10.783	-0.001	0.005	0.001
Si	12.238	-1.343	10.773	0.013	0.011	0
Si	14.974	1.378	10.776	0.003	-0.001	0.001
Si	12.245	4.098	10.766	-0.008	0.002	-0.001
Si	14.974	6.819	10.786	0.001	-0.005	0.001
Si	12.246	-6.781	10.773	0.005	-0.008	-0.002
Si	14.969	-4.057	10.783	0.001	0	-0.001
Si	19.038	0.033	12.186	0.004	-0.005	-0.002
Si	21.759	2.752	12.219	-0.007	-0.008	-0.003
Si	19.048	5.475	12.175	0.004	0.004	0.002
Si	21.766	-8.113	12.199	0.008	0.003	-0.005
Si	19.043	-5.402	12.161	-0.007	-0.001	-0.005
Si	21.758	-2.685	12.219	-0.008	0	0
Si	24.475	0.031	12.251	-0.004	0	-0.001
Si	10.875	2.747	12.116	0.008	0.006	-0.001
Si	8.152	5.461	12.128	-0.003	-0.003	0.009
Si	10.882	-8.141	12.121	-0.001	0.002	0.004
Si	8.144	-5.409	12.135	0.004	-0.004	0.006
Si	10.864	-2.683	12.133	0.003	-0.01	0.001
Si	13.601	0.021	12.118	-0.012	-0.004	-0.005
Si	16.326	2.738	12.147	-0.01	-0.006	-0.001
Si	13.607	5.451	12.128	-0.01	-0.006	-0.002
Si	16.327	8.186	12.15	-0.001	0.003	0.004
Si	13.598	-5.409	12.131	0.001	-0.002	-0.001
Si	16.323	-2.688	12.145	0	0	0.001
Si	17.67	1.397	13.536	-0.006	0.008	0.009
Si	20.396	4.131	13.558	0.009	0.002	0.005
Si	17.687	6.84	13.523	0.005	-0.006	0.012
Si	20.403	-6.736	13.537	0.002	-0.003	-0.008
Si	17.683	-4.037	13.509	0.015	-0.011	0.005
Si	20.394	-1.309	13.563	-0.008	0.002	0.006
Si	23.111	1.401	13.598	0.007	0	-0.002
Si	9.513	4.101	13.477	0.003	-0.002	0.008
Si	23.113	-9.456	13.581	-0.012	0.012	-0.001
Si	9.523	-6.768	13.463	0.013	-0.012	0.005
Si	23.1	-4.029	13.615	0	0.002	0.007
Si	25.813	-1.321	13.641	0.001	0.012	-0.003
Si	12.241	1.387	13.458	0.007	-0.011	-0.002
Si	14.956	4.091	13.497	0.009	0	0.008
Si	12.241	6.811	13.47	0.01	-0.003	-0.001
Si	14.962	9.559	13.488	-0.003	0.004	0.006
Si	12.233	-4.036	13.474	-0.005	0.003	-0.002
Si	14.956	-1.322	13.489	-0.002	0.008	0.003
Si	16.287	0.036	14.876	0.003	-0.006	0.002
Si	19.022	2.772	14.899	0.002	-0.001	0.003
Si	16.317	5.456	14.845	-0.009	-0.001	0.004
Si	19.038	8.233	14.874	0.006	0.004	0
Si	16.309	-5.385	14.851	-0.001	-0.001	0.002
Si	19.016	-2.67	14.894	-0.005	0.002	-0.001
Si	21.742	0.048	14.95	-0.001	0.003	-0.001
Si	24.452	2.772	14.971	-0.011	-0.008	-0.002
Si	21.738	5.519	14.92	0.006	-0.003	0.001
Si	24.44	-8.103	14.985	-0.013	-0.019	0.001
Si	21.708	-5.374	14.956	-0.01	-0.006	0.011
Si	24.439	-2.664	15.004	-0.004	0	0.009
Si	10.886	0.067	14.838	0.014	0.005	0.007
Si	13.594	2.712	14.842	-0.016	0.003	0.003
Si	10.879	5.452	14.825	0.006	-0.001	0.013
Si	13.593	8.184	14.814	0.001	0.003	0.005
Si	10.864	-5.387	14.817	0.003	-0.003	0.009
Si	13.579	-2.668	14.834	-0.014	-0.006	0.004
Si	-31.44	-1.138	0.015	0.299	-0.202	0.619
Si	-28.63	1.68	0.124	0.133	-0.246	0.714
Si	-30.91	3.834	0.269	-0.104	0.092	0.704
Si	-28.712	7.07	0.224	0.118	-0.121	0.745
Si	-30.888	-7.016	0.211	-0.22	0.048	0.725
Si	-28.206	-4.395	0.128	-0.103	0.209	0.713
Si	-25.527	-1.403	0.068	-0.282	0.083	0.662
Si	-23.328	1.579	0.403	0.185	-0.097	0.744
Si	-25.403	3.89	0.33	-0.309	0.108	0.749
Si	-23.04	6.49	0.44	-0.036	0.211	0.713
Si	-25.933	9.744	0.235	0.145	-0.086	0.667
Si	25.876	-3.808	-0.075	0.121	-0.273	0.662
Si	29.046	-1.507	0.205	-0.19	0.029	0.693
Si	31.52	1.014	0.211	-0.082	0.285	0.69
Si	28.562	4.423	0.093	0.049	-0.256	0.669
Si	31.053	6.911	0.213	0.448	-0.258	0.688
Si	28.864	-7.056	0.174	-0.386	0.334	0.633
Si	31.194	-3.748	0.186	0.035	-0.255	0.708
Si	-29.82	0.009	1.32	-0.027	0.018	-0.041
Si	-27.137	2.816	1.504	0.013	-0.009	-0.04
Si	-29.831	5.47	1.54	-0.006	-0.003	-0.05
Si	-27.115	8.179	1.541	0.003	-0.008	-0.07
Si	-29.774	-5.453	1.533	0.001	-0.023	-0.043
Si	-27.123	-2.668	1.328	0.014	0.001	-0.042
Si	-24.504	0.02	1.635	0.004	-0.016	-0.056
Si	27.3	2.748	1.227	-0.042	-0.042	-0.06
Si	-24.439	5.348	1.855	-0.001	-0.026	-0.037
Si	27.134	-8.207	1.268	-0.004	-0.044	-0.046
Si	-24.41	-5.308	1.46	0.033	0.044	-0.029
Si	27.357	-2.673	1.338	0.007	-0.009	-0.036
Si	30.09	-0.057	1.681	0.005	-0.016	-0.038
Si	-32.591	2.679	1.425	0.001	0.003	-0.067
Si	29.97	5.438	1.634	-0.018	0.008	-0.027
Si	-32.549	8.116	1.373	-0.015	0.003	-0.022
Si	30.012	-5.404	1.406	0.003	-0.003	-0.042
Si	-32.508	-2.658	1.497	-0.015	0.007	-0.051
Si	-31.204	1.321	2.784	-0.017	-0.025	0.024
Si	-28.475	4.14	2.903	0	-0.009	0.04
Si	-31.265	6.788	2.841	0.001	0.015	0.021
Si	-28.469	9.52	2.933	0.011	0.001	0.037
Si	-31.185	-4.077	2.812	-0.022	-0.029	0.017
Si	-28.515	-1.361	2.73	0.018	0.013	-0.001
Si	-25.889	1.39	2.92	-0.007	0.024	0.022
Si	-23.13	4.029	3.198	0.006	-0.006	0.043
Si	-25.85	6.812	2.965	-0.022	0.017	0.016
Si	-23.171	-6.728	2.886	-0.006	-0.002	-0.006
Si	-25.811	-3.994	2.828	-0.02	0.005	0.014
Si	25.973	-1.299	2.671	-0.019	-0.002	0.028
Si	28.598	1.401	2.729	-0.025	0.029	0.003
Si	-33.919	4.027	2.841	0.034	-0.006	-0.003
Si	28.532	6.861	2.792	-0.031	0.043	0.029
Si	-33.894	-6.787	2.742	-0.002	-0.011	0.02
Si	28.625	-4.078	2.759	0.022	0.018	0.014
Si	-33.834	-1.397	2.981	0.029	-0.02	0.034
Si	-32.516	0.022	4.258	-0.001	0.018	-0.001
Si	-29.88	2.72	4.174	-0.028	0.003	-0.024
Si	-32.601	5.423	4.2	-0.013	0.013	0.01
Si	-29.901	8.153	4.217	0.018	-0.001	-0.008
Si	-32.574	-5.439	4.154	0.001	-0.016	0.009
Si	-29.851	-2.698	4.165	0.004	0.012	-0.007
Si	-27.237	-0.013	4.213	-0.004	-0.001	-0.01
Si	-24.551	2.662	4.396	0.001	-0.003	-0.01
Si	-27.193	5.468	4.325	0.011	-0.01	0.014
Si	-24.493	-8.109	4.265	0.018	-0.007	-0.008
Si	-27.138	-5.382	4.238	0.012	-0.012	-0.023
Si	-24.496	-2.688	4.282	-0.002	-0.03	-0.02
Si	27.27	0.033	4.102	0.004	-0.008	0.021
Si	-35.329	2.709	4.155	0	-0.019	0.008
Si	27.21	5.44	4.11	-0.02	-0.013	-0.016
Si	29.962	8.205	4.108	-0.009	-0.003	-0.006
Si	27.244	-5.456	4.069	-0.018	0.013	-0.018
Si	-35.301	-2.763	4.188	0.002	0.018	0.001
Si	-31.316	-1.381	16.477	-0.008	0.001	-0.008
Si	-28.574	1.32	16.468	-0.009	0.002	-0.007
Si	-31.316	4.082	16.445	-0.006	0.003	-0.013
Si	-28.579	6.785	16.504	0.014	-0.007	-0.008
Si	-31.284	-6.801	16.51	-0.002	0	-0.003
Si	-28.579	-4.131	16.53	-0.016	-0.002	0.004
Si	-25.852	-1.43	16.503	-0.009	-0.004	0.001
Si	25.793	1.415	16.354	0.001	0.002	-0.009
Si	-25.854	4.069	16.465	-0.009	-0.004	-0.004
Si	25.784	-9.458	16.37	0.001	0.009	-0.012
Si	-25.871	-6.835	16.501	-0.005	-0.006	-0.002
Si	25.791	-4.02	16.38	0.009	-0.011	-0.01
Si	28.508	-1.321	16.388	-0.001	0.01	-0.008
Si	-34.045	1.371	16.44	0	0.004	-0.012
Si	28.507	4.106	16.402	0.004	-0.014	-0.005
Si	-34.004	6.855	16.432	0.001	0.018	-0.009
Si	28.519	-6.749	16.41	0.013	-0.007	-0.007
Si	-34.035	-4.066	16.437	0.007	0.007	-0.006
Si	-29.925	-0.053	17.835	-0.007	0.001	-0.005
Si	-27.228	2.704	17.805	0.021	0.004	0.022
Si	-29.987	5.438	17.833	0.001	-0.016	0.003
Si	-27.21	8.118	17.89	-0.001	0.013	0.016
Si	-29.922	-5.488	17.929	0.004	-0.009	0.027
Si	-27.213	-2.796	17.909	0.023	0.001	-0.009
Si	-24.427	-0.051	17.76	0.025	-0.004	0
Si	27.112	2.765	17.763	-0.002	0.01	-0.004
Si	-24.459	5.385	17.835	0.002	0.003	-0.013
Si	27.103	-8.07	17.741	-0.003	-0.014	0.011
Si	-24.524	-5.458	17.848	0.009	0.004	-0.018
Si	27.153	-2.667	17.753	-0.007	-0.005	0.017
Si	29.828	0.04	17.779	0.01	0.001	-0.003
Si	-32.648	2.698	17.797	0	-0.005	0.01
Si	29.881	5.492	17.714	-0.003	0	0.004
Si	-32.648	-8.147	17.876	0.002	-0.01	-0.007
Si	29.892	-5.419	17.798	-0.013	0.002	0
Si	-32.696	-2.728	17.834	-0.001	-0.02	0.017
Si	-31.292	1.301	19.177	-0.001	-0.002	-0.031
Si	-28.675	4.015	19.155	-0.009	-0.026	-0.006
Si	-31.298	6.794	19.268	-0.003	0.015	0.004
Si	-28.569	-6.902	19.329	-0.025	0.01	-0.027
Si	-31.319	-4.073	19.226	0.001	-0.012	-0.029
Si	-28.582	-1.413	19.239	-0.03	-0.006	0.001
Si	-25.773	1.341	19.065	0.01	0.009	-0.035
Si	25.78	4.161	19.132	-0.009	0.007	-0.008
Si	-25.812	6.73	19.203	0.004	0	-0.002
Si	25.695	-6.693	19.085	0	-0.016	-0.02
Si	-25.872	-4.175	19.31	-0.02	-0.007	0.006
Si	-23.073	-1.414	19.138	-0.01	0.018	-0.044
Si	28.427	1.382	19.141	0.001	-0.031	-0.019
Si	31.243	4.12	19.052	0.015	0.015	-0.051
Si	28.504	-9.445	19.03	0.008	-0.005	-0.048
Si	31.278	-6.735	19.201	0.003	0.027	-0.007
Si	28.51	-4.044	19.119	0.007	-0.011	-0.022
Si	31.169	-1.341	19.129	0.003	0.003	-0.023
Si	32.56	-0.039	20.488	0.005	-0.006	0.039
Si	-29.962	2.631	20.607	0.012	0.021	0.046
Si	32.567	5.409	20.528	-0.023	-0.002	0.058
Si	-29.938	8.048	20.759	0.025	0.017	0.055
Si	32.616	-5.409	20.651	0.023	0.003	0.034
Si	-29.965	-2.74	20.645	0	-0.009	0.041
Si	-27.109	-0.008	20.409	0.029	-0.008	0.04
Si	-24.439	2.604	20.547	0.021	-0.026	0.036
Si	-27.25	5.33	20.443	0.014	0.006	0.044
Si	-24.484	8.124	20.602	0.009	-0.006	0.034
Si	-27.199	-5.569	20.752	0.001	-0.013	0.031
Si	-24.444	-2.748	20.521	0.037	0.024	0.059
Si	27.086	0.013	20.54	0.004	-0.016	0.059
Si	29.82	2.807	20.354	0.005	-0.004	0.06
Si	27.169	5.549	20.433	0.004	0.011	0.09
Si	29.837	-8.099	20.422	-0.012	-0.008	0.044
Si	27.038	-5.315	20.437	0.021	0.027	0.046
Si	29.842	-2.694	20.523	-0.003	-0.016	0.044
Si	33.705	-1.539	21.914	0.168	0.142	-0.712
Si	-28.23	1.473	21.795	-0.252	0.003	-0.625
Si	33.596	3.722	21.832	0.26	0.233	-0.71
Si	-28.305	6.747	21.98	-0.327	-0.092	-0.658
Si	34.188	-6.595	22.004	-0.173	-0.159	-0.753
Si	-28.848	-4.382	21.953	0.143	0.094	-0.752
Si	-25.593	-1.141	21.786	-0.051	-0.15	-0.718
Si	25.449	1.148	21.806	0.147	0.228	-0.75
Si	-26.114	3.743	21.708	0.139	0.018	-0.714
Si	26.083	7.197	21.713	-0.175	-0.137	-0.763
Si	-26.099	-7.264	22.079	0.192	0.335	-0.681
Si	-22.838	-3.887	21.792	-0.176	-0.098	-0.686
Si	28.217	-1.615	21.856	0.123	0.164	-0.742
Si	31.308	1.575	21.624	-0.056	-0.203	-0.715
Si	28.772	4.4	21.719	-0.135	-0.071	-0.74
Si	30.954	-9.693	21.726	0.134	0.116	-0.743
Si	28.259	-6.869	21.657	0.202	0.097	-0.723
Si	31.454	-3.745	21.902	-0.098	-0.241	-0.744
Si	27.986	4.051	24.634	-0.042	0.008	-0.141
Si	-25.37	2.151	-4.466	-0.129	-0.207	-0.028
Si	-29.93	0.194	24.01	0.114	-0.015	-0.032
Si	32.395	-8.022	-6.84	0.009	0.042	0.019
Si	25.996	-2.578	-5.405	0.027	-0.158	0.021
Si	-28.746	-4.333	-2.853	0.051	0	0.106
Si	-27.591	6.547	-2.642	-0.026	-0.006	0.092
Si	25.664	2.137	24.722	0.041	0.013	-0.087
Si	-31.945	4.008	-2.522	0.08	0.01	0.068
Si	-31.398	-1.437	-3.042	0.147	-0.043	0.157
Si	29.096	1.682	-6.811	0.011	-0.034	-0.066
Si	-31.076	-5.42	-6.819	-0.04	-0.039	-0.008
Si	-30.695	3.205	24.583	0.005	-0.022	-0.104
Si	-28.106	-1.044	26.136	-0.027	0.069	0.085
Si	31.336	3.935	-6.886	-0.01	-0.002	-0.01
Si	24.189	-6.778	-2.894	0.027	0.053	0.1
Si	-27.216	-3.147	-5.097	-0.027	-0.042	0.02
Si	-31.608	-4.081	-4.13	0.027	-0.032	0.012
Si	25.547	0.125	-4.793	-0.135	-0.119	0.088
Si	-30.466	6.304	-6.864	-0.061	-0.043	-0.054
Si	32.573	-5.611	-1.827	0.024	0.012	0.09
Si	29.548	5.457	-5.018	0.064	-0.05	-0.025
Si	28.794	-5.37	-4.598	-0.047	0.036	0.002
Si	-24.157	5.038	23.759	-0.06	0.076	-0.029
Si	23.714	4.534	24.647	-0.007	0.04	-0.198
Si	-28.09	-5.829	-6.431	0.047	0.034	-0.005
Si	32.143	-7.821	24.003	0.014	0.014	-0.178
Si	-29.533	4.809	-4.318	-0.07	-0.047	0.054
Si	-29.767	1.965	-5.537	0.004	0.004	0.04
Si	29.419	0.561	-1.942	0.017	-0.042	0.217
Si	-24.788	5.89	-1.866	0.023	-0.133	0.275
Si	-28.68	-0.664	-4.493	-0.022	0.106	0.019
Si	26.255	-4.538	-3.032	0.139	-0.009	0.093
Si	-28.65	5.306	24.857	0.057	0.005	-0.084
Si	14.375	-3.44	26.262	-0.021	-0.06	0.075
Si	-32.253	1.329	-3.767	0.033	0.055	0.005
Si	-24.718	-6.726	-2.533	0.032	-0.028	0.104
Si	-24.203	-4.313	24.56	0.041	0.056	0.05
Si	30.532	5.06	-2.146	-0.013	0.02	0.255
Si	28.411	-3.559	-6.921	0.026	-0.003	0.028
Si	27.364	3.913	-6.554	-0.019	0.103	-0.047
Si	-23.847	4.645	-4.273	0.102	-0.01	-0.095
Si	26.018	6.41	24.684	-0.028	-0.006	-0.111
Si	-27.515	-6.886	-3.727	0.096	-0.001	0.058
Si	-26.956	-2.943	23.996	0.071	0.044	-0.092
Si	29.955	-6.689	-2.446	-0.065	0.038	0.069
Si	29.965	-5.519	23.95	-0.015	-0.008	-0.17
Si	26.875	1.947	-2.764	-0.125	-0.051	0.168
Si	31.86	-0.503	25.991	-0.024	-0.047	0.013
Si	-23.935	5.277	-7.11	-0.017	0.031	0.044
Si	30.388	0.411	-4.658	0.074	-0.014	-0.061
Si	29.961	-0.065	23.945	-0.012	-0.042	-0.032
Si	30.188	-0.963	-7.274	-0.031	0.053	0.049
Si	-26.9	0.387	-2.225	0.14	0.042	0.172
Si	-31.193	-1.365	5.586	-0.006	-0.006	0.011
Si	-28.568	1.358	5.583	-0.004	0.001	-0.006
Si	-31.243	4.072	5.557	0.009	-0.018	0.004
Si	-28.581	6.813	5.632	-0.008	0.024	0.011
Si	34.027	9.529	5.555	0.004	0.003	0.005
Si	-28.533	-4.052	5.576	-0.001	0.002	0
Si	-25.873	-1.344	5.616	0.013	0.03	0.001
Si	-23.162	1.364	5.747	-0.003	0.018	0.024
Si	-25.866	4.092	5.686	-0.01	-0.005	0.009
Si	25.857	6.814	5.441	0.007	0.016	0.01
Si	-25.837	-6.763	5.63	-0.008	0.014	0.003
Si	25.916	-4.067	5.439	0.013	0.005	0.008
Si	-36.665	-1.345	5.483	0.006	0.002	0.002
Si	-33.962	1.367	5.539	0.008	0.003	0.003
Si	28.59	4.098	5.484	-0.012	0.006	-0.007
Si	31.29	6.813	5.498	-0.007	0.014	-0.005
Si	-36.675	-6.774	5.476	0.018	-0.013	0.009
Si	-33.949	-4.111	5.542	-0.001	-0.003	0
Si	-29.894	0.005	6.973	0.001	-0.013	-0.002
Si	-27.231	2.707	6.992	0.004	0.011	-0.003
Si	-29.925	5.428	6.965	0.003	-0.002	-0.009
Si	-27.209	-8.138	6.967	-0.009	-0.003	-0.006
Si	-29.904	-5.426	6.923	0.004	-0.005	0.003
Si	-27.209	-2.71	6.981	-0.002	0.002	-0.011
Si	-24.521	-0.029	7.034	0.009	0.004	0.001
Si	27.223	2.728	6.825	-0.002	-0.006	0
Si	24.503	5.446	6.789	0.004	-0.013	0
Si	27.231	-8.151	6.811	-0.001	0.009	-0.002
Si	24.536	-5.424	6.792	-0.011	-0.001	-0.003
Si	27.249	-2.709	6.834	0.003	-0.01	-0.003
Si	-35.324	-0.001	6.88	0.004	-0.003	0.002
Si	-32.624	2.733	6.915	-0.008	0	-0.008
Si	29.936	5.456	6.865	-0.001	0.004	0.004
Si	32.647	8.161	6.891	-0.006	-0.005	-0.006
Si	-35.333	-5.445	6.889	-0.007	-0.003	-0.001
Si	-32.603	-2.727	6.902	0.009	0	-0.002
Si	-31.283	1.366	8.298	-0.007	-0.003	-0.005
Si	-28.58	4.074	8.342	-0.011	-0.014	0.001
Si	33.986	6.806	8.288	-0.007	-0.008	-0.004
Si	-28.57	-6.784	8.317	0.009	0.002	0.002
Si	-31.267	-4.079	8.291	-0.006	0.004	-0.011
Si	-28.556	-1.354	8.345	0.009	0.016	0.003
Si	-25.868	1.358	8.363	-0.001	-0.01	-0.005
Si	25.861	4.099	8.172	0.009	0.012	-0.001
Si	-25.853	6.813	8.33	0.008	0.008	-0.011
Si	25.881	-6.779	8.173	0.009	0.003	-0.007
Si	-25.859	-4.073	8.35	0.001	-0.006	0.003
Si	25.87	-1.349	8.18	-0.007	-0.005	-0.006
Si	28.578	1.374	8.21	0.008	0.005	-0.009
Si	31.289	4.104	8.252	0.009	-0.001	-0.006
Si	28.572	6.82	8.211	0.002	0.004	0
Si	-33.988	-6.803	8.26	-0.013	-0.005	0
Si	28.589	-4.062	8.225	0.023	0.019	0.005
Si	-33.974	-1.36	8.253	-0.009	0.002	0.001
Si	-32.64	-0.002	9.645	0.001	0.005	0.003
Si	-29.941	2.713	9.69	-0.004	0.002	0
Si	32.63	5.449	9.648	-0.01	0.006	0.001
Si	-29.931	-8.16	9.66	-0.004	0.003	-0.004
Si	-32.637	-5.442	9.635	-0.003	-0.006	-0.002
Si	-29.926	-2.724	9.678	0.001	0.004	0.002
Si	-27.213	-0.006	9.723	0.008	-0.007	0.001
Si	24.497	2.739	9.525	-0.003	-0.003	-0.001
Si	-27.206	5.437	9.685	0.004	-0.004	-0.002
Si	24.503	-8.137	9.514	-0.001	0.003	-0.002
Si	-27.216	-5.441	9.696	0.002	0.011	0.001
Si	24.496	-2.705	9.526	-0.005	0.001	-0.002
Si	27.214	0.014	9.562	0.003	-0.002	-0.002
Si	29.924	2.733	9.595	-0.003	0	0.002
Si	27.207	5.458	9.557	0.001	-0.003	0
Si	29.92	-8.154	9.608	0.005	-0.008	0.004
Si	27.216	-5.423	9.57	-0.002	-0.007	0
Si	29.935	-2.711	9.608	0.005	-0.009	0.007
Si	-31.29	-1.36	11.026	-0.005	-0.001	0
Si	-28.587	1.352	11.062	0	0.004	-0.002
Si	-31.3	4.089	11.028	-0.006	-0.004	-0.003
Si	-28.571	-9.519	11.033	-0.001	-0.001	-0.002
Si	-31.291	-6.799	11.016	-0.003	0.001	-0.002
Si	-28.576	-4.085	11.051	0.003	-0.002	-0.002
Si	-25.853	-1.375	11.072	0.003	0.006	0.004
Si	25.849	1.387	10.907	0	0.003	-0.004
Si	23.133	4.109	10.874	0.007	0.003	0.001
Si	25.849	-9.487	10.905	0.01	-0.004	0.001
Si	23.142	-6.762	10.861	-0.013	-0.009	-0.001
Si	25.844	-4.054	10.914	0	0.006	0
Si	28.562	-1.339	10.947	0.008	0.005	-0.006
Si	-34.008	1.375	10.981	-0.002	0	-0.005
Si	28.559	4.105	10.94	0.003	0.01	-0.005
Si	31.268	6.815	10.995	-0.004	-0.003	0
Si	28.563	-6.777	10.956	0.013	-0.001	0
Si	-33.998	-4.071	10.986	-0.004	0.01	0
Si	-29.941	-0.017	12.415	-0.001	0.001	0.006
Si	-27.213	2.708	12.409	-0.004	-0.007	-0.004
Si	-29.932	5.44	12.392	0.001	-0.001	0
Si	-27.213	-8.167	12.406	0.011	0.007	-0.005
Si	-29.938	-5.451	12.398	-0.001	-0.001	0.001
Si	-27.215	-2.741	12.424	0.001	0.003	0.001
Si	-24.479	-0.014	12.407	0.004	-0.002	0.002
Si	27.193	2.747	12.289	0.007	-0.002	0
Si	24.477	5.477	12.249	-0.009	-0.003	0.005
Si	27.191	-8.133	12.303	-0.005	-0.002	0.002
Si	24.47	-5.403	12.266	-0.001	-0.01	0.001
Si	27.187	-2.692	12.297	0.001	-0.003	0.001
Si	-35.37	0.013	12.33	-0.003	0.006	0.003
Si	-32.663	2.724	12.375	-0.003	0.008	0.004
Si	29.897	5.457	12.337	0.001	-0.011	-0.002
Si	32.626	8.167	12.373	-0.007	-0.005	0.002
Si	-35.368	-5.421	12.34	0.006	-0.001	0.002
Si	-32.649	-2.726	12.377	-0.001	-0.003	0.003
Si	-31.309	1.36	13.752	-0.01	0.005	0.003
Si	-28.574	4.075	13.76	0.008	-0.002	0
Si	-31.291	6.809	13.745	0.001	-0.001	-0.001
Si	-28.58	-6.812	13.765	-0.003	0.002	-0.003
Si	-31.296	-4.09	13.757	0.003	0	0.003
Si	-28.585	-1.391	13.781	0.003	-0.003	0.004
Si	-25.857	1.329	13.762	0.004	0.005	-0.001
Si	25.827	4.124	13.63	0.002	0.001	0.003
Si	-25.847	-9.527	13.766	-0.009	-0.002	0.003
Si	25.826	-6.755	13.646	0.009	-0.007	0.004
Si	-25.851	-4.111	13.777	0.001	0.004	0
Si	-23.117	-1.385	13.755	-0.004	0.01	0.01
Si	-36.737	1.388	13.668	0.005	-0.002	0.001
Si	-34.032	4.1	13.714	-0.015	0.006	-0.003
Si	28.541	6.831	13.69	0.012	-0.005	0
Si	31.267	9.544	13.72	0.003	0.003	-0.001
Si	-36.741	-4.047	13.678	-0.001	0.006	-0.001
Si	-34.019	-1.349	13.71	0.003	-0.003	-0.003
Si	-32.672	-0.008	15.104	-0.003	0.003	0.007
Si	-29.934	2.707	15.114	0.004	0.006	0.001
Si	-32.668	5.454	15.083	0.003	-0.006	0.001
Si	-29.936	8.154	15.136	0.004	0.001	0.005
Si	-32.653	-5.447	15.12	-0.007	-0.003	0.003
Si	-29.939	-2.758	15.149	0	-0.006	0.005
Si	-27.205	-0.048	15.132	-0.001	-0.004	0.005
Si	-24.495	2.702	15.097	0.007	0	0.002
Si	-27.217	5.439	15.122	0.004	-0.003	-0.004
Si	-24.482	-8.188	15.145	0.005	0.007	-0.003
Si	-27.222	-5.468	15.138	0.009	-0.004	-0.001
Si	-24.479	-2.754	15.122	0.007	-0.002	0.004
Si	27.164	0.041	15.012	0.003	0.004	0.004
Si	-35.396	2.737	15.061	0.004	0	0.006
Si	27.158	5.478	15.032	-0.008	-0.004	0.009
Si	29.893	8.197	15.066	0	-0.007	0.004
Si	27.166	-5.391	15.033	0.001	0	0.004
Si	-35.389	-2.699	15.062	-0.001	-0.005	0.003
Si	-15.555	-1.004	0.215	0.26	-0.343	0.784
Si	-12.69	1.288	-0.104	0.303	-0.077	0.621
Si	-14.681	3.771	-0.088	-0.23	0.077	0.755
Si	-12.732	6.984	-0.025	0.31	-0.07	0.656
Si	-14.81	9.379	0.117	-0.132	0.166	0.757
Si	-11.9	-4.221	0.13	-0.393	0.284	0.645
Si	-8.998	-1.589	0.02	-0.284	0.053	0.708
Si	-7.021	1.667	0.161	0.104	-0.048	0.762
Si	-9.394	3.719	-0.009	-0.082	0.197	0.67
Si	-6.44	6.517	-0.244	-0.289	0.21	0.694
Si	-9.701	-6.57	0.204	0.259	-0.396	0.665
Si	-23.285	-3.564	0.274	-0.066	-0.234	0.649
Si	-20.297	-1.564	0.204	-0.095	0.247	0.735
Si	-17.727	1.277	0.369	-0.159	0.223	0.678
Si	-20.832	4.323	0.365	0.295	-0.023	0.786
Si	-18.113	7.258	-0.026	0.12	-0.232	0.739
Si	-20.462	-6.977	0.229	-0.074	0.179	0.668
Si	-18.122	-3.812	0.247	0.113	-0.084	0.721
Si	-13.794	-0.038	1.443	0	0.005	-0.056
Si	-10.991	2.5	1.203	-0.057	0.002	-0.026
Si	-13.697	5.365	1.356	-0.003	0.006	-0.043
Si	-10.975	8.069	1.232	-0.038	0.01	-0.062
Si	-13.606	10.962	1.351	0.006	0.01	-0.045
Si	-10.784	-2.571	1.314	0.035	0.026	-0.082
Si	-8.045	-0.013	1.442	-0.008	0.015	-0.044
Si	-21.842	2.759	1.755	0.004	0.033	-0.067
Si	-8.165	5.435	1.102	0.03	-0.006	-0.029
Si	-21.875	-8.177	1.6	0.019	-0.015	-0.058
Si	-8.106	-5.447	1.448	0.015	0.037	-0.054
Si	-21.801	-2.557	1.706	0.025	-0.011	-0.056
Si	-19.204	0.003	1.598	-0.015	-0.032	-0.035
Si	-16.352	2.841	1.374	0.03	-0.001	-0.04
Si	-19.094	5.543	1.357	-0.01	0.03	-0.056
Si	-16.445	8.221	1.365	0.023	0.003	-0.026
Si	-19.249	-5.408	1.51	-0.011	-0.025	-0.047
Si	-16.506	-2.696	1.508	-0.002	-0.001	-0.052
Si	-15.05	1.426	2.791	-0.027	-0.015	0.028
Si	-12.238	3.998	2.632	-0.005	-0.027	-0.007
Si	-15.094	6.759	2.699	0.023	0.026	-0.004
Si	-12.263	9.501	2.672	-0.003	0	0.022
Si	-15.011	-4.054	2.729	-0.026	-0.02	0.004
Si	-12.275	-1.347	2.691	0.012	-0.006	-0.001
Si	-9.593	1.272	2.678	0.006	0.029	0.013
Si	-6.806	4.141	2.619	-0.001	0.033	0.032
Si	-9.53	6.751	2.554	0.004	-0.024	-0.009
Si	-6.759	-6.87	2.681	0.021	-0.002	0.022
Si	-9.51	-4.029	2.723	-0.033	-0.025	0.034
Si	-23.136	-1.236	3.045	-0.014	0.001	0.027
Si	-20.464	1.37	2.99	0.009	-0.004	0.015
Si	-17.715	4.185	2.738	-0.037	-0.017	-0.001
Si	-20.434	6.795	2.878	-0.002	-0.026	0.038
Si	-17.759	-6.745	2.793	-0.013	0.003	0.007
Si	-20.512	-4.066	2.951	0.013	0.003	0.026
Si	-17.796	-1.341	2.927	0.004	-0.003	0.036
Si	-16.368	0.038	4.184	0.005	0.022	-0.006
Si	-13.613	2.736	4.097	0	0.01	-0.014
Si	-16.378	5.467	4.165	0.011	0.013	0.026
Si	-13.655	8.138	4.018	0.008	-0.002	-0.014
Si	-16.346	-5.421	4.128	-0.018	0.014	0.01
Si	-13.612	-2.724	4.073	-0.006	0.015	0.024
Si	-10.928	-0.021	4.094	-0.002	0	0.019
Si	-8.188	2.715	3.96	0.032	-0.024	-0.032
Si	-10.864	5.388	3.972	-0.004	-0.019	0.004
Si	-8.196	8.11	3.989	-0.01	-0.007	-0.002
Si	-10.891	10.873	4.036	-0.007	0.005	0.001
Si	-8.115	-2.712	4.062	-0.003	0.016	-0.001
Si	-21.786	0.066	4.4	-0.01	0.004	0.001
Si	-19.02	2.778	4.177	0.025	0.026	-0.014
Si	-21.721	5.468	4.349	0.029	-0.003	-0.001
Si	-19.07	8.186	4.197	-0.005	0.01	-0.024
Si	-21.824	-5.436	4.3	0.01	0.01	0.016
Si	-19.102	-2.73	4.279	-0.011	0.022	-0.007
Si	-14.9	-1.385	16.38	0.002	-0.006	-0.008
Si	-12.184	1.286	16.341	-0.031	0.001	-0.007
Si	-14.882	4.022	16.318	-0.01	-0.011	-0.021
Si	-12.189	6.719	16.299	-0.004	-0.02	-0.019
Si	-14.942	9.473	16.339	0.001	-0.011	-0.014
Si	-12.129	12.218	16.302	0.007	0.002	-0.01
Si	-9.433	-1.439	16.361	-0.002	0.003	-0.001
Si	-23.104	1.337	16.413	-0.006	0.005	-0.004
Si	-9.443	3.998	16.287	-0.026	0.011	-0.017
Si	-23.096	-9.556	16.484	-0.001	-0.014	-0.009
Si	-9.435	9.49	16.322	0.006	0.019	-0.006
Si	-23.122	-4.118	16.485	0.006	0.006	-0.006
Si	-20.364	-1.433	16.406	-0.009	-0.008	0.001
Si	-17.639	1.311	16.379	-0.003	0.012	-0.007
Si	-20.373	4.044	16.459	-0.01	0.009	-0.009
Si	-17.684	6.77	16.359	0.004	-0.009	-0.013
Si	-20.377	-6.817	16.465	0.006	-0.006	0.004
Si	-17.604	-4.134	16.445	-0.006	-0.009	0.01
Si	-13.505	-0.075	17.755	0.009	0.021	-0.018
Si	-10.826	2.68	17.64	0.017	0.012	0.009
Si	-13.57	5.403	17.686	0.004	-0.006	0.022
Si	-10.765	8.039	17.6	-0.006	-0.005	0.007
Si	-13.507	10.844	17.579	-0.029	-0.002	-0.01
Si	-10.773	-2.801	17.739	-0.002	-0.032	0.019
Si	-8.035	-0.139	17.74	0.019	-0.017	0.006
Si	-21.774	2.688	17.803	-0.012	-0.01	-0.012
Si	-8.06	5.317	17.647	0.026	-0.01	0
Si	-21.746	-8.171	17.835	-0.007	-0.004	0.008
Si	-8.082	-5.468	17.714	-0.011	-0.006	0.001
Si	-21.701	-2.785	17.808	-0.017	0.011	0.013
Si	-19.009	-0.058	17.728	0.007	0.002	0.006
Si	-16.192	2.631	17.675	0.015	0.007	-0.016
Si	-18.99	5.426	17.78	-0.018	-0.012	0.03
Si	-16.354	8.14	17.7	-0.012	0.02	-0.036
Si	-18.966	-5.496	17.827	0.005	-0.005	-0.006
Si	-16.23	-2.738	17.771	0.025	0.009	0.035
Si	-14.858	1.296	19.104	-0.018	0.022	-0.015
Si	-12.177	4.049	19.011	0.01	0.01	-0.042
Si	-15.024	6.755	18.993	0	-0.032	-0.023
Si	-12.181	9.403	18.835	0	0.003	-0.028
Si	-14.74	12.212	19.015	0.009	0.037	-0.034
Si	-12.138	-1.462	19.109	-0.023	0.002	-0.012
Si	-9.44	1.289	18.926	-0.026	0.021	-0.038
Si	-23.102	4.044	19.226	-0.012	0.003	-0.008
Si	-9.423	6.652	18.966	-0.034	0.016	-0.025
Si	-23.17	-6.819	19.179	0.012	-0.022	-0.01
Si	-9.413	-4.137	19.153	0.015	0.011	-0.028
Si	-6.732	-1.487	19.257	-0.02	-0.009	-0.012
Si	-20.437	1.24	19.073	-0.011	-0.03	-0.007
Si	-17.53	4.002	18.989	0	0.029	-0.039
Si	-20.345	-9.513	19.177	0.022	-0.004	-0.004
Si	-17.627	9.439	19.211	-0.026	-0.008	0.004
Si	-20.312	-4.127	19.181	0.005	0.009	-0.009
Si	-17.629	-1.352	19.117	0.014	-0.026	-0.016
Si	-16.188	-0.072	20.487	0.024	-0.001	0.065
Si	-13.495	2.692	20.418	-0.036	-0.02	0.05
Si	-16.267	5.361	20.445	0.014	-0.003	0.032
Si	-13.629	8.185	20.178	0	0.02	0.055
Si	-16.131	10.887	20.325	0.016	-0.017	0.07
Si	-13.341	-2.901	20.541	-0.003	-0.013	0.033
Si	-10.731	-0.049	20.325	0.01	-0.008	0.053
Si	-8.125	2.615	20.318	0.012	-0.017	0.072
Si	-10.819	5.421	20.379	-0.012	-0.004	0.074
Si	-7.964	7.932	20.239	0.043	-0.029	0.043
Si	-10.773	-5.734	20.23	0.031	-0.024	0.032
Si	-8.096	-2.847	20.728	-0.002	-0.026	0.028
Si	-21.716	-0.099	20.566	0.001	0.007	0.032
Si	-18.952	2.607	20.185	0.005	0.028	0.035
Si	-21.732	5.455	20.536	-0.039	0.008	0.025
Si	-18.998	8.102	20.674	0.005	0.018	0.056
Si	-21.747	-5.489	20.486	-0.015	0.004	0.036
Si	-18.971	-2.693	20.53	-0.021	-0.002	0.02
Si	-15.034	-1.778	21.74	0.076	0.155	-0.738
Si	-11.885	1.485	21.628	-0.247	-0.059	-0.718
Si	-14.536	4.382	21.697	-0.272	-0.279	-0.738
Si	-12.467	6.712	21.486	0.271	0.037	-0.714
Si	-14.528	9.801	21.633	-0.133	-0.097	-0.743
Si	-12.059	-4.609	21.756	0.028	0.313	-0.564
Si	-9.256	-1.065	21.839	0.005	-0.241	-0.697
Si	-23.32	0.988	21.893	0.135	0.215	-0.721
Si	-9.72	3.729	21.593	0.072	0.193	-0.753
Si	-22.869	7.045	21.916	-0.079	-0.211	-0.676
Si	-9.281	9.296	21.504	-0.253	-0.171	-0.692
Si	-7.063	-4.721	21.895	0.323	0.507	-0.597
Si	-20.591	-1.665	21.954	0.272	0.26	-0.708
Si	-17.651	1.365	21.666	0.085	-0.117	-0.723
Si	-20.066	4.14	21.495	-0.162	0.071	-0.649
Si	-17.886	6.334	21.853	0.141	0.331	-0.723
Si	-20.685	9.298	21.9	0.271	0.063	-0.664
Si	-17.292	12.426	21.607	-0.063	-0.019	-0.692
Si	-21.849	2.895	23.644	-0.065	-0.104	-0.039
Si	-9.526	2.598	-6.446	0.062	-0.074	-0.091
Si	-13.819	0.235	23.591	0.084	0.045	-0.113
Si	-16.337	-4.81	-6.334	-0.073	-0.029	-0.004
Si	-25.239	-6.897	25.168	-0.06	-0.108	-0.119
Si	-14.979	-2.256	-2.602	-0.032	-0.05	0.024
Si	-13.541	-5.107	-5.037	0.157	-0.067	-0.088
Si	-21.5	4.146	-5.986	-0.13	-0.046	0.008
Si	-17.838	2.941	-3.993	0	-0.027	-0.022
Si	-11.854	-4.547	-2.824	0.091	-0.007	0.102
Si	-17.862	0.666	-5.817	0.065	0.03	0.011
Si	-15.104	-6.915	24.597	0.032	0.001	-0.035
Si	-15.752	2.577	23.513	-0.042	0.083	-0.006
Si	-11.245	4.915	-7.034	0.019	0.102	-0.067
Si	-17.534	-1.933	26.257	-0.09	0.042	-0.005
Si	-23.078	-7.289	-4.877	-0.002	0.129	0.044
Si	-12.126	-6.688	25.729	-0.035	0.014	-0.133
Si	-14.047	4.328	-5.732	-0.025	-0.093	-0.062
Si	-18.797	5.368	-5.199	-0.087	-0.106	0.06
Si	-14.825	6.694	-7.251	-0.108	0.109	0.028
Si	-16.409	-2.023	-5.378	0.138	-0.026	0.004
Si	-17.508	-6.507	-4.232	-0.034	-0.085	0.08
Si	-16.173	-4.982	-1.895	-0.037	0.025	0.159
Si	-9.666	4.841	24.343	0.014	-0.042	0.02
Si	-25.948	4.25	25.945	-0.032	-0.029	-0.084
Si	-10.756	-4.248	-5.479	-0.114	0.031	0.132
Si	-17.37	7.772	24.462	0.004	-0.044	-0.018
Si	-11.855	6.624	-2.859	-0.126	0.061	0.051
Si	-15.413	4.493	-3.079	-0.034	-0.017	0.12
Si	-21.72	0.181	-1.957	0.035	-0.005	0.08
Si	-10.215	4.114	-2.992	0.088	-0.053	0.137
Si	-9.566	-0.84	-2.913	0.024	-0.001	0.015
Si	-22.106	-5.251	-1.846	0.02	-0.105	0.111
Si	-10.866	7.704	23.73	0.032	0.047	-0.127
Si	-22.431	-4.647	-6.126	0.014	-0.05	-0.083
Si	-12.41	-0.547	-2.819	-0.121	0.092	0.234
Si	-9.992	-7.06	-5.461	-0.228	-0.028	0.082
Si	-10.25	-4.736	24.463	0.01	-0.077	-0.19
Si	-17.372	6.839	-3.103	-0.08	0.104	0.173
Si	-20.797	1.162	-6.702	-0.133	-0.026	0.025
Si	-20.624	-5.896	-4.357	-0.008	-0.029	-0.018
Si	-6.832	6.032	-5.597	0.064	0.064	0.086
Si	-24.267	-2.436	-5.897	0.001	-0.069	-0.079
Si	-10.185	-7.125	-2.56	0.02	0.218	0.013
Si	-10.039	-1.757	24.742	0.004	0.052	-0.159
Si	-13.009	-8.066	-5.167	0.095	-0.027	-0.02
Si	-18.687	-5.833	23.737	-0.174	0.031	0.009
Si	-19.681	2.425	-1.827	-0.059	-0.105	0.22
Si	-19.812	2.381	25.767	0.065	-0.074	-0.242
Si	-9.085	7.036	-7.274	-0.137	-0.043	-0.077
Si	-23.015	0.143	-4.73	0.037	0.001	0.075
Si	-19.007	-0.226	24.099	-0.069	-0.011	0.019
Si	-17.073	-4.872	25.907	-0.073	-0.059	-0.034
Si	-10.921	1.405	-4.243	-0.005	-0.077	-0.004
Si	-14.96	-1.355	5.468	0	-0.014	-0.006
Si	-12.264	1.356	5.456	-0.001	0.007	0.003
Si	-14.971	4.091	5.474	-0.013	-0.016	0.003
Si	-12.25	6.765	5.35	0.001	-0.003	-0.005
Si	-14.974	9.499	5.445	-0.008	-0.013	-0.006
Si	-12.254	-4.105	5.422	0.007	-0.01	0.003
Si	-9.519	-1.375	5.415	-0.005	-0.014	0.003
Si	-6.826	1.35	5.358	-0.014	0.023	-0.004
Si	-9.525	4.053	5.381	0.001	0.008	-0.001
Si	-23.121	6.847	5.628	-0.008	0	-0.004
Si	-9.527	9.493	5.376	0.015	0.014	0.005
Si	-23.162	-4.066	5.647	-0.007	0.001	0.003
Si	-20.426	-1.364	5.657	0.019	-0.001	0.009
Si	-17.692	1.397	5.556	-0.012	-0.007	0.008
Si	-20.358	4.082	5.63	-0.01	-0.018	0.008
Si	-17.705	6.822	5.55	-0.013	-0.014	0.003
Si	-20.417	-6.797	5.596	0.007	-0.015	0.002
Si	-17.681	-4.089	5.555	-0.006	-0.022	0.002
Si	-13.597	-0.012	6.836	-0.006	0.014	0
Si	-10.875	2.711	6.783	0.003	-0.006	0.002
Si	-13.584	5.447	6.8	-0.002	-0.007	-0.003
Si	-10.895	8.127	6.742	0.013	0.003	-0.016
Si	-13.605	10.858	6.804	0.005	0.007	-0.008
Si	-10.874	-2.749	6.778	0	-0.011	-0.005
Si	-8.167	-0.001	6.763	0.001	0.007	-0.005
Si	-21.749	2.747	7.002	0.001	0.002	-0.008
Si	-24.474	5.465	6.987	0.008	-0.007	-0.003
Si	-21.759	-8.14	6.987	0.008	0.005	-0.006
Si	-24.493	-5.431	7.011	0.008	-0.001	-0.006
Si	-21.784	-2.726	7.001	-0.004	0.004	-0.003
Si	-19.035	0.023	6.941	-0.003	0.011	0
Si	-16.3	2.734	6.885	0.005	0.009	0
Si	-19.014	5.454	6.958	0.008	0	-0.004
Si	-16.311	8.169	6.869	-0.012	0.01	0.001
Si	-19.035	-5.443	6.93	0.004	0.001	0.004
Si	-16.303	-2.714	6.868	0	0.011	-0.008
Si	-14.944	1.343	8.217	-0.003	-0.007	-0.003
Si	-12.231	4.067	8.159	0.004	0.005	-0.009
Si	-14.938	6.79	8.198	0.001	0.007	-0.01
Si	-12.231	9.488	8.145	-0.013	-0.007	-0.002
Si	-14.943	-4.102	8.201	-0.01	-0.007	-0.006
Si	-12.221	-1.391	8.164	0.006	0.002	-0.017
Si	-9.514	1.346	8.145	-0.006	0.007	0
Si	-23.117	4.102	8.345	0.021	0.014	0.005
Si	-9.549	6.777	8.144	-0.01	-0.02	-0.001
Si	-23.122	-6.793	8.347	-0.001	0.006	0.001
Si	-9.513	-4.115	8.133	-0.01	-0.003	-0.005
Si	-23.141	-1.382	8.369	-0.02	-0.015	0.002
Si	-20.396	1.355	8.326	-0.011	-0.004	-0.003
Si	-17.65	4.074	8.28	0.003	0.006	-0.002
Si	-20.396	6.796	8.314	-0.007	-0.014	0.001
Si	-17.667	-6.813	8.262	-0.006	-0.006	-0.003
Si	-20.394	-4.096	8.311	-0.009	-0.001	-0.006
Si	-17.659	-1.364	8.255	0.003	0.007	-0.002
Si	-16.291	-0.012	9.601	0.004	0.012	0.001
Si	-13.57	2.706	9.55	0.004	-0.005	0.001
Si	-16.281	5.439	9.602	0.008	-0.006	0.007
Si	-13.577	8.147	9.55	-0.004	-0.005	0.001
Si	-16.298	-5.446	9.593	-0.009	-0.001	0.002
Si	-13.57	-2.747	9.548	0.008	-0.001	-0.005
Si	-10.856	-0.029	9.515	0.002	0	0.005
Si	-24.483	2.723	9.69	0.002	0.003	-0.004
Si	-10.875	5.414	9.532	-0.011	0.015	0.002
Si	-24.49	-8.159	9.692	0.004	-0.005	-0.001
Si	-10.863	-5.475	9.509	0.013	0	0
Si	-24.494	-2.74	9.724	0.011	0.005	0.003
Si	-21.759	-0.008	9.686	0.004	0.01	0
Si	-19.017	2.716	9.651	-0.001	0.001	-0.003
Si	-21.751	5.448	9.691	-0.008	0	0.007
Si	-19.022	-8.166	9.644	0.002	0.002	-0.001
Si	-21.752	-5.444	9.689	0.003	-0.005	0.005
Si	-19.021	-2.72	9.633	-0.001	0.003	-0.002
Si	-14.922	-1.392	10.929	-0.006	-0.003	-0.003
Si	-12.205	1.327	10.891	0.001	0.003	-0.007
Si	-14.927	4.052	10.935	0.002	0.004	-0.005
Si	-12.224	6.77	10.904	-0.005	-0.003	0.001
Si	-14.933	9.499	10.934	0.002	0.002	0
Si	-12.206	-4.117	10.895	-0.011	-0.002	-0.001
Si	-9.494	-1.396	10.871	0	-0.002	-0.002
Si	-23.122	1.351	11.042	-0.005	-0.003	0
Si	-25.849	4.074	11.051	0.01	-0.004	-0.001
Si	-23.13	-9.525	11.042	0.005	0.005	-0.001
Si	-25.852	-6.804	11.051	0.002	-0.003	-0.004
Si	-23.118	-4.102	11.061	-0.009	-0.004	0.005
Si	-20.386	-1.381	11.017	-0.008	-0.003	0.002
Si	-17.654	1.332	10.979	0	-0.008	-0.004
Si	-20.386	4.066	11.019	-0.004	0.004	0.001
Si	-17.653	6.781	10.976	-0.011	-0.003	-0.004
Si	-20.391	-6.823	11.017	-0.001	0	-0.004
Si	-17.658	-4.098	10.971	0.003	-0.003	-0.001
Si	-13.552	-0.029	12.27	0.01	0.003	0.002
Si	-10.824	2.665	12.246	-0.004	0.007	-0.004
Si	-13.562	5.404	12.284	-0.001	0.003	0.005
Si	-10.853	8.126	12.251	-0.001	-0.004	-0.001
Si	-13.559	10.855	12.281	-0.001	0.001	-0.003
Si	-10.837	-2.758	12.248	0.01	-0.004	0
Si	-8.123	-0.053	12.238	-0.004	0.004	-0.001
Si	-21.748	2.707	12.386	0.003	0.002	0
Si	-24.484	5.432	12.406	0.007	0.008	0
Si	-21.763	-8.172	12.388	-0.012	-0.007	0
Si	-24.483	-5.464	12.418	0.007	-0.002	0.004
Si	-21.744	-2.737	12.395	0.004	0.008	0.004
Si	-19.007	-0.027	12.356	0.002	0.014	-0.003
Si	-16.288	2.699	12.311	0.007	0.002	-0.003
Si	-19.016	5.43	12.353	0.008	-0.002	-0.001
Si	-16.29	8.145	12.315	0	0	0
Si	-19.023	-5.454	12.343	-0.012	-0.009	-0.004
Si	-16.278	-2.745	12.309	0.003	0.005	0.001
Si	-14.922	1.316	13.637	-0.011	0.01	-0.004
Si	-12.182	4.018	13.602	0.01	-0.016	-0.009
Si	-14.928	6.76	13.646	0.006	-0.014	0.004
Si	-12.2	9.482	13.627	-0.009	0.004	-0.002
Si	-14.91	-4.106	13.657	-0.004	-0.006	0.001
Si	-12.183	-1.393	13.621	-0.014	0.001	0.006
Si	-9.468	1.295	13.614	0.009	-0.007	-0.007
Si	-23.117	4.062	13.75	-0.004	0	0.002
Si	-9.485	6.765	13.6	-0.026	0.017	0.002
Si	-23.121	-6.829	13.772	0.005	-0.013	0.007
Si	-9.458	12.2	13.593	-0.002	-0.008	-0.002
Si	-6.758	-1.396	13.614	-0.01	0.006	0
Si	-20.371	1.333	13.718	0	-0.007	0.001
Si	-17.653	4.051	13.684	-0.015	0.002	-0.005
Si	-20.398	6.773	13.718	-0.004	0.004	-0.008
Si	-17.664	9.497	13.681	-0.002	0.01	-0.001
Si	-20.381	-4.119	13.732	0.001	-0.009	0.005
Si	-17.642	-1.412	13.691	0.012	-0.004	0
Si	-16.272	-0.039	15.017	0	0.007	0.011
Si	-13.531	2.656	14.969	0.013	0.01	0.004
Si	-16.285	5.408	15.023	0.001	0.003	0
Si	-13.56	8.115	14.988	-0.014	0.008	0.005
Si	-16.285	-5.463	15.012	0.004	-0.006	0.004
Si	-13.537	-2.736	14.999	0.001	0.001	0.003
Si	-10.805	-0.067	14.998	0.011	0.008	0.006
Si	-8.081	2.619	14.977	-0.003	-0.011	0.005
Si	-10.819	5.371	14.949	0.012	-0.005	0.001
Si	-8.107	8.12	14.946	-0.003	-0.005	0.001
Si	-10.802	10.836	14.952	0.005	0.004	0.001
Si	-8.096	-2.779	14.972	0.004	-0.006	0
Si	-21.724	-0.031	15.08	0.006	0.01	-0.001
Si	-19.01	2.702	15.067	0.008	0.001	-0.001
Si	-21.741	5.412	15.104	0.002	0	0.007
Si	-19.045	8.152	15.048	-0.006	-0.004	0.002
Si	-21.751	-5.464	15.113	-0.001	0.009	0.001
Si	-18.984	-2.784	15.072	0.005	0.011	0.001
O	4.544	-3.819	-6.461	0.126	0.185	0.245
O	4.51	0.89	-1.301	0.101	-0.379	-0.313
O	10.965	5.36	-0.324	0.128	0.056	-0.301
O	1.702	4.501	23.18	-0.234	0.219	0.068
O	1.145	-7.537	22.799	0.29	-0.319	0.159
O	-4.682	7.227	-3.505	0.188	-0.121	-0.083
O	-8.121	0.039	22.305	-0.195	-0.012	0.201
O	2.47	1.135	24.76	-0.294	0.249	0.044
O	9.244	-4.649	22.972	0.084	-0.279	0.183
O	-3.498	-6.565	23.029	0.093	-0.224	0.471
O	-0.892	-4.531	-1.354	-0.075	0.091	-0.463
O	2.771	2.677	-0.482	-0.31	0.031	-0.084
O	-2.077	1.227	-1.371	-0.112	0.631	-0.532
O	3.494	-3.559	-1.593	-0.151	0.077	-0.319
O	-1.035	-6.787	24.016	0.352	0.197	0.325
O	5.295	0.094	-3.693	0.442	-0.093	-0.536
O	-7.213	-4.584	26.015	0.155	0.45	0.131
O	-4.371	-0.339	-5.114	-0.206	0.513	0.059
O	2.644	-4.034	-4.647	0.296	0.367	-0.074
O	5.504	-8.044	21.939	-0.103	-0.167	0.223
O	-6.204	6.783	25.555	0.436	-0.106	0.18
O	-4.338	-6.364	-1.351	0.032	0.029	-0.349
O	1.196	-2.845	-2.965	-0.591	0.506	-0.151
O	2.794	-5.54	22.108	0.173	-0.186	0.413
O	-3.916	-0.751	-1.354	-0.245	-0.017	-0.323
O	-1.024	7.208	22.857	-0.126	0.28	0.156
O	11.708	-6.66	-4.27	0.156	0.175	-0.736
O	6.809	-7.431	-1.274	0.241	-0.403	-0.076
O	13.256	7.3	-5.82	-0.499	0.231	0.041
O	-4.486	4.008	-7.128	0.09	-0.161	0.169
O	-1.131	5.967	-0.964	0.618	0.081	0.057
O	-3.403	5.786	-5.488	0.418	-0.22	-0.017
O	-6.743	7.103	-1.748	-0.644	-0.005	-0.336
O	2.741	-5.903	-6.302	0.185	-0.4	0.201
O	9.069	6.807	-1.26	-0.4	0.086	-0.059
O	8.086	-2.65	-0.477	0.254	-0.218	-0.153
O	5.029	1.376	25.589	0.627	-0.216	-0.297
O	3.844	-0.71	-5.874	-0.085	0.041	0.054
O	-6.58	4.571	-4.933	0.712	-0.245	-0.18
O	7.003	4.906	23.042	0.553	0.289	0.113
O	-6.67	-1.996	24.804	-0.491	0.188	-0.303
O	6.164	-1.604	22.81	-0.336	0.294	0.379
O	-4.901	-2.547	22.935	-0.594	-0.626	-0.096
O	3.49	-7.895	24.767	-0.021	0.283	-0.153
O	0.361	7.446	24.94	0.669	-0.059	-0.045
O	0.031	-2.768	22.303	-0.381	-0.072	0.134
O	-1.694	-2.072	24.928	0.133	-0.278	-0.711
O	7.169	-6.258	22.924	-0.097	-0.203	0.375
O	6.765	4.178	-1.52	-0.145	0.441	-0.166
O	0.315	-0.039	25.269	-0.032	-0.24	0.525
O	1.438	4.573	-1.602	0.32	0.243	-0.094
O	8.351	2.734	-0.226	0.137	0.141	-0.013
O	-2.475	8.048	-4.627	-0.301	0.214	-0.471
O	-8.9	-0.814	25.391	-0.076	0.62	-0.153
O	-0.948	0.916	23.176	-0.185	-0.171	0.102
O	-2.645	5.282	22.238	0.219	0.134	0.352
O	-2.12	-1.316	-6.003	-0.058	-0.325	0.114
O	-1.859	-4.494	23.094	-0.176	0.168	0.483
O	0.008	-0.018	-0.427	0.128	-0.133	-0.528
O	-4.312	1.355	-2.801	0.058	0.334	-0.282
O	-3.503	-2.634	-4.172	0.351	-0.168	0.196
O	-2.639	-2.8	-0.443	0.008	-0.107	-0.449
O	-6.473	-4.821	-1.376	0.117	-0.031	-0.483
O	-5.356	8.084	22.213	0.192	0.211	0.249
O	5.826	3.438	-3.811	-0.117	-0.344	-0.304
O	3.551	6.731	22.706	-0.613	-0.347	0.004
O	-0.332	0.418	-6.646	0.038	0.039	0.766
O	-14.405	2.873	-6.36	0.405	-0.179	0.229
O	7.439	7.219	-3.2	-0.231	-0.358	-0.16
O	2.926	1.069	-4.19	-0.396	-0.073	0.268
O	7.184	-4.269	-5.109	-0.03	-0.016	-0.223
O	23.335	-4.69	25.268	0.193	-0.152	0.367
O	-0.753	5.012	25.703	-0.52	-0.164	-0.159
O	5.257	-5.378	-0.614	0.078	0.039	-0.451
O	-2.27	0.446	25.285	-0.353	0.027	0.362
O	3.742	3.343	24.364	0.675	0.208	-0.314
O	-4.658	-4.088	-5.995	-0.491	-0.313	-0.004
O	16.369	3.954	-5.787	-0.081	-0.31	-0.122
O	-4.235	-1.255	25.166	-0.3	0.29	0.565
O	-3.07	4.095	-1.172	-0.051	-0.392	-0.367
O	15.359	4.306	-3.288	-0.522	-0.413	0.367
O	-6.9	-0.587	-5.707	-0.287	-0.156	-0.158
O	8.229	-5.64	25.263	0.624	-0.576	0.234
O	-2.688	8.093	-0.427	-0.005	0.168	-0.524
O	9.743	0.777	-1.321	-0.37	-0.045	-0.237
O	-12.439	0.319	-1.421	0.35	0.065	0.071
O	0.159	2.809	21.991	-0.047	-0.065	0.353
O	28.952	-6.724	-5.489	-0.461	0.033	-0.638
O	0.779	5.669	-3.969	-0.116	-0.078	-0.347
O	-25.573	4.716	-1.061	-0.512	0.084	-0.235
O	3.049	5.808	25.041	-0.107	0.131	0.527
O	-1.281	-6.128	-5.475	-0.199	-0.269	-0.357
O	-8.512	-1.682	-3.8	-0.187	-0.464	-0.274
O	-13.573	-1.621	-3.108	0.075	-0.297	-0.068
O	-7.233	6.55	23.145	-0.11	0.26	-0.048
O	0.578	-6.686	-1.123	0.108	-0.016	-0.183
O	6.457	-0.844	-1.455	-0.129	-0.073	-0.569
O	17.705	0.385	-6.163	0.067	0.034	0.328
O	-18.438	3.269	25.722	-0.068	0.418	0.215
O	5.609	2.924	22.003	0.082	-0.045	0.34
O	-11.031	-4.475	23.044	0.488	-0.085	-0.023
O	10.803	3.654	-4.781	0.023	-0.437	-0.049
O	2.6	-8.12	-0.329	-0.04	0.041	-0.432
O	-15.237	-1.347	-1.319	0.058	0.199	-0.111
O	-6.515	2.026	23.08	0.041	0.037	0.237
O	10.903	-2.756	22.19	-0.273	-0.071	0.616
O	-23.643	-5.55	-2.261	-0.028	0.42	0.138
O	-13.453	5.539	22.014	-0.18	-0.187	0.376
O	24.46	-0.373	-3.706	-0.016	-0.038	-0.099
O	23.621	6.577	-3.625	-0.214	0.642	-0.211
O	6.991	-6.502	-3.631	0.345	0.38	0.217
O	17.45	1.627	24.264	0.015	0.073	-0.596
O	-23.98	-0.942	-5.415	-0.107	0.338	-0.06
O	-8.393	5.314	25.23	-0.065	0.017	0.655
O	-0.834	3.981	-2.663	-0.144	-0.599	-0.223
O	3.349	-1.486	-3.373	0.258	-0.272	-0.104
O	-12.586	4.916	-6.13	0.167	0.043	-0.026
O	-6.142	4.473	24.244	0.317	0.032	0.06
O	-10.145	4.067	-6.232	0.409	0.347	0.251
O	26.05	-3.213	-3.92	-0.016	0.373	0.238
O	23.615	-7.1	-1.413	-0.041	-0.309	-0.004
O	27.369	5.442	-0.399	0.104	0.043	-0.193
O	18.176	4.514	22.817	0.315	-0.209	0.526
O	17.274	-6.89	23.215	-0.439	-0.183	0.321
O	12.659	4.595	26.028	0.157	-0.017	-0.078
O	8.099	0.093	22.145	-0.085	-0.107	0.322
O	19.807	1.424	22.99	0.211	-0.048	0.18
O	25.292	-4.486	23.251	0.354	-0.28	0.307
O	20.351	-3.339	23.001	-0.32	0.279	0.569
O	13.169	-5.799	21.924	0.255	-0.25	0.328
O	6.971	-3.787	23.928	0.144	0.301	0.393
O	19.004	2.546	-0.219	-0.083	0.078	-0.009
O	14.717	1.891	-1.405	0.015	0.004	-0.314
O	20.051	-3.537	-0.999	-0.038	0.169	-0.265
O	16.818	-4.504	24.283	0.331	0.109	-0.075
O	21.879	-0.103	-3.56	0.232	0.215	-0.247
O	1.797	-1.057	23.316	0.266	-0.187	0.079
O	15.357	1.969	-4.448	-0.107	-0.376	0.099
O	17.921	-1.913	-1.25	-0.097	-0.134	-0.284
O	21.605	-8.066	22.236	-0.052	-0.044	0.289
O	9.959	-8.14	25.272	-0.124	0.706	-0.095
O	11.941	-6.768	-1.573	-0.287	0.092	-0.17
O	2.722	-1.186	25.852	0.066	0.163	0.251
O	16.298	-5.293	-3.541	-0.282	-0.186	-0.667
O	18.868	-5.281	22.05	0.14	0.017	0.117
O	11.574	-1.155	-1.318	0.033	-0.234	-0.254
O	15.02	7.349	22.851	0.4	0.068	0.124
O	20.497	2.931	25.885	0.367	-0.127	-0.175
O	11.697	3.779	22.879	-0.359	0.253	0.15
O	9.598	5.725	-3.655	0.191	0.118	0.091
O	15.316	6.28	-1.408	0.148	-0.227	-0.001
O	-32.465	3.39	-6.506	-0.141	-0.198	0.306
O	27.03	-6.141	26.216	0.168	0.154	-0.388
O	15.615	1.559	26.182	0.073	0.114	0.505
O	25.309	6.642	-1.472	-0.36	-0.266	-0.118
O	26.634	-4.21	-1.482	0.728	0.113	-0.068
O	12.902	-1.133	22.925	0.524	-0.209	0.493
O	18.777	-4.464	-5.741	0.015	0.002	-0.097
O	23.255	4.829	23.114	-0.022	0.632	0.258
O	-16.742	-3.292	25.886	0.638	0.147	-0.048
O	17.241	4.131	-1.162	-0.689	0.012	-0.041
O	-29.222	3.788	24.896	0.392	-0.262	0.199
O	13.946	-4.931	25.766	-0.255	0.058	-0.438
O	22.862	-3.773	22.9	0.107	0.009	-0.596
O	14.045	-3.928	-3.738	-0.051	0.435	-0.031
O	25.986	3.944	-5.72	-0.456	-0.24	-0.225
O	30.486	1.033	22.909	0.001	0.298	0.292
O	16.491	-2.364	22.731	-0.461	-0.206	0.244
O	26.538	-1.073	-5.233	0.653	0.106	0.024
O	23.395	-6.333	23.156	0.328	-0.209	0.307
O	22.201	4.278	-1.117	-0.115	0.317	-0.215
O	-26.543	-6.469	26.055	-0.44	0.115	-0.439
O	23.061	-1.064	-1.5	-0.51	0.064	-0.048
O	24.376	2.818	-0.436	-0.003	0.044	-0.415
O	-23.935	-7.709	-3.563	-0.041	-0.62	0.044
O	20.878	-5.796	-5.016	0.084	0.323	0.171
O	11.457	-3.804	-3.239	0.148	0.134	-0.036
O	-12.085	-3.76	-1.436	-0.011	0.587	-0.133
O	14.657	0.921	22.936	0.198	0.065	0.368
O	30.699	-4.258	23.255	-0.252	0.384	0.161
O	29.558	4.172	-1.188	-0.051	-0.504	-0.384
O	12.749	-1.718	-4.146	0.567	0.117	0.408
O	14.583	-4.079	23.013	-0.5	0.013	0.403
O	15.049	6.744	-3.987	0.215	0.168	-0.519
O	-24.701	8.032	25.84	0.163	-0.145	-0.341
O	16.355	0.017	-0.481	-0.003	0.169	-0.265
O	13.582	5.408	21.934	0.065	0.043	0.206
O	12.236	1.329	-1.329	0.008	-0.015	0.871
O	13.703	0.022	25.19	-0.171	-0.477	0.141
O	13.492	-2.746	-0.488	-0.018	-0.035	-0.185
O	13.305	3.019	-5.834	0.007	0.247	-0.515
O	22.109	-1.304	22.761	-0.519	0.632	0.19
O	14.055	-6.474	-3.059	0.418	-0.154	-0.322
O	11.144	-7.815	21.951	0.156	0.047	0.285
O	-31.562	4.531	-1.046	-0.311	0.711	0.063
O	15.061	-4.616	-1.395	0.146	-0.493	-0.068
O	-31.407	-6.232	-1.118	0.523	0.376	-0.351
O	-11.485	-7.689	-5.57	-0.177	-0.129	-0.484
O	-20.17	-1.16	23.461	-0.403	-0.232	0.421
O	-27.196	2.651	22.303	-0.004	0.312	0.167
O	-17.514	-0.875	-5.569	-0.278	-0.293	-0.29
O	32.365	1.034	25.887	0.105	0.081	-0.356
O	8.522	-0.529	-6.945	0.009	0.421	-0.2
O	-24.471	-0.083	22.356	-0.115	0.181	0.714
O	24.856	-5.323	-2.947	-0.326	0.302	-0.169
O	29.875	-7.983	-3.404	-0.05	-0.488	0.294
O	31.779	4.281	-2.793	-0.138	-0.045	-0.448
O	-13.584	-6.806	25.064	-0.09	-0.101	0.272
O	-28.625	5.926	23.356	-0.131	-0.412	-0.058
O	21.828	-5.41	-0.453	-0.193	0.178	-0.515
O	17.672	-6.094	-1.411	-0.02	0.155	0.109
O	19.448	6.844	22.871	-0.052	0.516	-0.008
O	-8.956	-5.737	24.501	-0.053	-0.505	0.22
O	29.16	6.95	-5.497	-0.195	0.115	-0.423
O	15.104	-2.645	25.045	-0.034	0.593	0.106
O	12.963	3.839	-1.056	0.054	0.276	-0.019
O	-20.604	1.25	-2.422	0.064	0.267	-0.581
O	15.195	1.24	-6.877	0.011	0.257	-0.474
O	16.605	-3.098	-6.293	-0.225	-0.156	0.655
O	13.661	8.068	-0.398	-0.014	0.027	-0.103
O	24.866	0.691	-6.137	0.117	0.766	-0.103
O	26.547	3.508	-3.028	0.391	0.335	0.435
O	16.239	2.862	22.027	0.158	0.273	0.134
O	-9.403	-7.067	-3.957	0.579	-0.004	0.049
O	3.633	3.484	-5.184	-0.081	0.145	-0.471
O	20.914	6.523	-1.385	0.554	0.213	-0.457
O	-27.221	7.906	22.361	0.209	0.079	0.533
O	-11.441	-6.095	-2.56	-0.345	-0.218	0.163
O	14.097	-7.451	24.763	-0.036	0.262	-0.378
O	9.341	6.956	22.955	-0.542	-0.26	0.014
O	11.168	0.259	-3.535	-0.199	0.04	-0.239
O	-15.116	5.372	-6.366	-0.317	-0.17	0.35
O	-19.256	0.726	-6.609	0.188	-0.134	-0.455
O	9.449	-7.39	-5.669	0.118	-0.246	-0.497
O	18.65	-6.315	-3.84	0.148	-0.663	0.237
O	18.312	-0.642	23.175	0.289	-0.129	0.29
O	2.132	-1.434	-1.047	0.59	0.35	0.159
O	15.304	6.422	25.293	0.065	-0.228	0.093
O	21.684	2.905	22.137	0.049	-0.144	0.151
O	-0.629	2.486	25.267	-0.481	0.369	-0.001
O	9.746	-4.427	-1.406	0.214	-0.477	-0.065
O	19.128	-8.114	-0.497	0.154	-0.015	-0.162
O	-29.464	-0.531	25.388	-0.507	0.121	0.112
O	12.919	6.6	24.317	-0.096	-0.034	-0.097
O	27.094	-2.714	22.355	0.17	0.194	0.636
O	20.762	-4.464	26.229	0.052	-0.177	-0.169
O	27.359	-5.383	-3.852	-0.118	-0.186	0.276
O	1.585	-6.01	25.428	-0.297	-0.255	-0.231
O	20.326	0.753	-1.59	0.023	-0.28	-0.14
O	-9.178	-6.881	-1.324	0.714	-0.103	-0.152
O	-10.79	7.729	-2.402	-0.032	-0.237	0.014
O	-25.763	-3.981	24.291	-0.26	-0.405	-0.149
O	7.978	6.397	25.028	-0.103	0.274	0.312
O	22.985	-2.554	-3.71	0.156	-0.443	0.072
O	-22.454	3.928	-4.691	0.168	-0.571	0.527
O	-27.508	-2.33	25.372	0.382	-0.145	0.264
O	-22.387	4.794	-7.178	0.357	0.383	-0.542
O	-29.799	-8.134	-0.285	-0.312	0.111	-0.279
O	20.207	5.003	24.433	0.171	-0.055	-0.251
O	-27.979	7.964	-3.284	-0.505	0.169	0.12
O	-25.632	-2.957	-5.246	0.144	0.022	0.36
O	-21.906	5.452	-0.12	-0.15	0.012	-0.196
O	-31.204	4.121	23.338	0.04	0.431	0.22
O	-31.78	-7.202	23.363	0.169	-0.05	0.379
O	-21.147	2.986	25.082	0.04	0.189	0.46
O	24.245	0.099	22.168	-0.113	0.005	0.5
O	-28.657	0.53	23.064	0.244	-0.383	0.062
O	-23.468	-4.525	23.144	0.262	-0.189	-0.044
O	-28.183	-3.704	23.275	-0.048	0.006	0.515
O	28.83	-6.123	22.98	-0.387	0.175	0.062
O	26.859	-3.304	-6.547	-0.244	-0.321	-0.227
O	-29.786	2.769	-0.285	-0.337	-0.157	-0.299
O	-22.604	1.509	23.28	-0.107	-0.299	0.495
O	-28.84	-3.912	-1.297	-0.287	0.064	-0.214
O	31.587	7.34	23.033	0.246	-0.184	0.267
O	-30.126	-1.144	-3.988	0.072	-0.34	-0.442
O	29.131	1.23	-5.26	-0.434	0.21	0.47
O	-19.577	0.928	25.077	-0.176	-0.286	0.33
O	-31.01	-1.7	-1.472	0.386	-0.572	-0.208
O	-4.196	3.255	23.189	0.173	-0.178	0.389
O	27.375	5.543	24.785	0.588	0.325	0.396
O	28.718	-6.598	-1.398	-0.299	0.103	-0.295
O	-16.076	2.416	25.062	0.424	-0.14	0.291
O	-29.702	5.874	-5.513	0.217	0.439	0.122
O	-29.972	-5.477	22.458	0.012	-0.043	0.461
O	28.625	-0.539	-1.049	-0.471	0.289	0.017
O	29.86	5.519	22.232	-0.136	-0.118	0.214
O	-25.54	-6.975	23.586	-0.029	-0.145	0.199
O	-25.225	-7.238	-1.081	0.094	-0.263	-0.122
O	-29.683	-6.063	-6.338	-0.21	-0.392	0.118
O	9.257	-2.847	-6.099	0.41	-0.427	-0.043
O	31.197	6.265	-1.28	0.238	0.045	-0.477
O	-15.057	-1.573	-6.174	0.545	0.085	0.359
O	19.617	4.395	-2.148	0.207	0.064	0.067
O	-32.14	-6.605	-7.076	-0.305	0.071	-0.345
O	-24.003	6.851	-0.826	0.069	0.473	-0.275
O	-24.396	-2.524	-0.36	0.204	0.12	-0.469
O	24.129	4.091	-3.956	-0.246	-0.579	0.275
O	31.358	-7.886	-5.603	0.442	0.333	0.4
O	28.43	1.74	-2.422	0.519	0.309	-0.14
O	-25.477	4.579	22.951	-0.403	0.311	0.136
O	-31.15	1.439	-4.918	-0.13	-0.11	-0.438
O	-28.293	5.322	-3.422	0.207	-0.4	-0.167
O	26.946	2.97	25.235	0.014	-0.16	0.575
O	-9.075	-7.936	-6.408	0.231	0.179	-0.222
O	-4.832	-4.81	-3.437	0.147	-0.059	-0.208
O	19.49	0.509	25.395	0.173	-0.642	-0.066
O	28.911	-1.047	23.218	-0.137	-0.281	0.399
O	-25.977	6.569	-2.713	0.259	0.311	-0.333
O	32.39	7.831	25.432	0.278	0.08	0.223
O	32.59	-2.655	22.377	-0.065	-0.103	0.418
O	-15.136	-3.756	-2	0.549	-0.107	0.325
O	-27.065	0.181	25.97	0.046	-0.055	-0.462
O	-23.636	5.47	-2.914	0.454	0.318	0.177
O	-31.691	3.374	25.838	0.025	0.15	0.166
O	18.707	-1.873	-5.305	0.089	-0.192	0.46
O	31.566	1.509	-4.432	-0.105	0.498	-0.222
O	-22.73	0.907	-0.94	0.113	0.17	-0.116
O	-32.308	-0.122	-3.091	-0.493	0.03	0.336
O	-10.153	-2.979	-6.257	0.307	0.345	0.407
O	-16.701	-5.444	-3.334	0.026	0.324	-0.323
O	27.161	-3.543	25.864	-0.327	0	-0.832
O	12.72	7.552	-3.204	-0.259	-0.44	0.566
O	28.18	3.71	23.066	-0.346	-0.519	0.006
O	-0.15	-4	25.863	0.004	-0.255	-0.614
O	4.892	-5.63	-4.794	-0.139	-0.195	0.487
O	-5.52	2.272	25.457	0.13	0.14	0.228
O	-17.059	-6.136	-5.747	0.135	-0.351	-0.599
O	-22.926	4.059	23.46	0.194	0.158	-0.083
O	-32.588	-0.013	-0.26	-0.077	0.056	-0.353
O	-26.072	-6.309	-3.281	-0.098	0.133	0.086
O	-14.28	-1.218	23.08	0.183	-0.376	0.33
O	26.091	5.897	-3.901	0.573	0.177	-0.537
O	30.107	-2.638	-0.347	0.104	-0.124	-0.583
O	-21.397	-6.442	-1.002	-0.339	-0.122	-0.278
O	-26.386	-1.756	23.062	-0.264	0.115	0.059
O	9.821	-8.006	-3.176	0.126	0.281	0.405
O	27.185	-7.994	22.146	0.119	-0.041	0.275
O	-27.803	-0.564	-3.143	-0.13	-0.216	-0.074
O	32.051	-4.268	-1.101	0.349	0.334	-0.355
O	-2.18	-4.123	-6.954	0.155	0.38	-0.131
O	-15.873	-5.581	25.1	0.315	0.484	-0.199
O	-12.277	-4.624	-5.929	-0.145	-0.026	-0.649
O	-27.997	-1.772	-5.447	-0.166	0.163	-0.501
O	27.686	2.413	-7.084	-0.55	-0.277	-0.331
O	-21.505	-7.266	-4.46	0.412	-0.646	-0.042
O	8.477	3.359	-3.451	0.189	-0.136	0.105
O	-12.177	7.643	22.795	-0.347	0.365	0.117
O	-24.418	2.67	-0.121	0.045	-0.164	-0.256
O	-5.606	6.357	-6.618	-0.211	0.556	-0.298
O	-23.392	-5.822	-5.528	-0.557	0.289	0.279
O	-31.816	7.124	-6.53	-0.275	-0.313	0.304
O	-30.084	-3.936	-3.631	0.245	0.311	-0.237
O	-27.081	-5.52	-0.283	-0.189	0.297	-0.262
O	31.23	-0.905	24.547	0.286	-0.559	-0.395
O	-30.959	-0.793	23.236	-0.38	-0.043	0.108
O	28.441	4.382	-5.444	0.08	-0.302	0.485
O	-29.198	3.299	-4.81	0.477	-0.054	-0.005
O	-12.744	2.458	26.181	-0.37	0.428	0.072
O	-10.598	1.547	-5.826	-0.291	-0.28	-0.35
O	-28.607	-5.922	-3.044	-0.523	-0.274	0.037
O	1.371	3.121	-3.837	-0.306	-0.276	0.108
O	29.903	8.03	0.035	-0.008	0.007	-0.182
O	18.366	-3.892	-2.869	-0.063	0.082	-0.478
O	29.664	5.506	-3.42	-0.247	0.097	0.018
O	32.424	2.633	22.158	-0.015	-0.026	0.361
O	-32.347	-5.289	-3.358	0.023	-0.544	-0.341
O	-28.063	6.416	-1.105	0.344	-0.56	-0.06
O	-6.166	-2.725	-4.302	-0.204	-0.372	0.174
O	-11.394	-5.276	25.473	-0.156	0.333	0.353
O	-22.981	-3.302	-5.416	0.433	0.304	0.514
O	-25.962	-0.552	-1.273	0.316	-0.121	-0.442
O	15.257	6.01	-6.942	-0.034	0.109	0.265
O	16.565	-6.703	25.786	-0.267	-0.335	-0.17
O	29.976	-0.226	-3.239	-0.1	-0.728	-0.066
O	-18.046	3.928	-5.249	0.07	-0.035	-0.391
O	29.898	-5.382	-3.412	0.264	0.503	-0.069
O	12.003	-6.664	26.207	-0.447	0.31	-0.024
O	25.269	0.971	25.748	-0.301	0.173	-0.164
O	-8.16	2.524	-5.586	0.265	-0.069	-0.264
O	-27.469	-6.832	-5.337	0.011	-0.291	-0.071
O	-24.309	5.536	-5.546	-0.313	0.5	0.207
O	-31.83	2.399	-2.633	0.07	-0.38	0.695
O	-5.474	1.641	-6.37	-0.189	0.222	0.765
O	-21.682	0.399	-5.593	0.412	-0.541	0.088
O	30.617	1.298	-1.127	0.23	0.616	-0.173
O	26.044	1.57	23.258	0.601	-0.101	-0.059
O	-21.699	-2.818	22.267	0.125	-0.018	0.416
O	-29.642	6.256	25.703	-0.267	0.306	-0.16
O	-12.926	7.203	-3.934	-0.229	-0.326	0.064
O	-1.898	7.283	26.233	0.085	0.233	-0.669
O	-27.863	1.255	-1.252	0.103	0.046	-0.209
O	-15.177	-7.104	22.993	-0.352	-0.403	0.032
O	-11.061	-1.445	-2.91	-0.027	-0.787	0.146
O	5.488	6.707	24.417	0.176	0.146	0.351
O	-8.087	-2.88	-0.446	-0.118	0.035	-0.446
O	-6.661	-4.812	23.494	0.072	0.101	0.368
O	-32.244	-2.654	-3.704	-0.412	0.145	-0.335
O	29.274	-5.067	25.326	0.259	0.222	0.311
O	24.76	5.592	25.268	-0.396	-0.053	0.746
O	-18.53	-5.204	25.218	-0.366	0.183	0.249
O	-27.749	-4.288	-6.098	0.062	0.179	-0.233
O	-19.062	3.295	-3.015	-0.132	0.483	-0.042
O	-10.139	4.194	-1.378	-0.44	0.213	-0.096
O	-5.301	5.369	-0.522	-0.11	-0.064	-0.466
O	-14.927	3.92	23.22	0.24	0.299	0.664
O	-25.035	3.619	-3.909	-0.485	0.386	0.168
O	22.476	4.588	25.655	0.063	0.053	0.417
O	20.266	6.213	-6.884	-0.072	0.371	0.44
O	-12.406	0.716	22.978	0.38	-0.289	0.305
O	-11.031	5.406	-3.51	0.211	-0.031	-0.809
O	24.455	-2.53	-5.897	0.044	0.253	-0.376
O	-20.185	-6.168	23.222	-0.266	0.594	0.362
O	25.343	-7.854	-3.283	0.296	0.029	0.003
O	-13.673	2.541	-0.509	0.106	-0.064	-0.281
O	-18.459	1.813	-0.978	0.304	0.1	-0.193
O	-9.761	-7.822	22.851	0.574	-0.105	0.286
O	-23.519	-3.127	25.404	0.323	0.337	-0.404
O	-12.284	0.556	-4.016	-0.237	0.16	-0.384
O	-17.962	1.388	-4.375	0.187	-0.146	0.365
O	23.157	-4.683	-5.4	0.471	-0.089	-0.129
O	4.259	5.617	-3.829	-0.546	-0.157	0.023
O	30.91	5.013	-5.774	0.692	0.446	-0.005
O	-11.424	-1.537	25.552	-0.713	0.231	-0.167
O	-22.548	-0.318	-3.247	-0.102	-0.702	-0.133
O	4.071	-5.806	26.23	0.275	-0.004	-0.349
O	-10.732	-3.998	-3.873	0.57	0.367	0.153
O	-13.334	-5.538	22.194	0.126	-0.165	0.388
O	22.597	-7.058	-6.534	0.003	0.128	0.043
O	-17.245	6.639	23.327	0.25	-0.334	0.175
O	20.364	-0.291	-6.525	0.107	0.25	-0.178
O	14.065	-5.352	-6.901	-0.12	-0.264	0.52
O	-17.926	-1.101	24.923	0.235	0.253	-0.433
O	21.598	4.987	-3.513	-0.358	-0.167	-0.437
O	-17.545	6.85	-1.494	0.099	-0.074	-0.14
O	-9.666	0.658	-3.523	0.579	0.492	-0.254
O	8.476	4.601	-5.763	-0.028	-0.362	-0.445
O	4.321	1.051	23.054	-0.19	-0.745	-0.02
O	7.214	-1.612	-4.977	-0.297	0.302	0.766
O	-7.043	7.145	-4.425	-0.584	0.127	-0.061
O	29.26	0.693	25.199	0.035	0.623	-0.182
O	2.004	7.148	-5.871	0.366	-0.478	-0.034
O	-18.663	6.124	-3.773	-0.536	0.031	0.307
O	-9.038	4.301	22.952	0.835	0.223	0.02
O	2.507	7.487	-3.31	-0.119	0.306	0.217
O	-24.129	-5.722	25.357	0.484	-0.185	0.513
O	-27.181	5.214	25.532	0.11	0.28	0.271
O	-27.511	-3.564	-3.558	0.353	-0.086	0.526
O	1.574	3.817	25.79	0.442	-0.29	0.42
O	-23.452	8.024	-6.057	-0.039	-0.17	0.108
O	-6.625	2.375	-3.46	-0.021	0.262	0.094
O	-11.053	2.838	-3.517	-0.363	0.098	-0.09
O	-26.152	2.383	-5.893	-0.643	0.056	0.076
O	-16.194	-2.834	22.23	-0.22	-0.095	0.193
O	-31.664	-4.395	-5.707	-0.083	0.161	-0.059
O	-8.268	-5.812	21.882	-0.172	0.088	0.235
O	-9.649	-3.313	24.935	0.261	-0.132	0.145
O	-13.709	-6.683	-4.761	-0.622	-0.184	0.338
O	-2.377	-0.346	-3.481	0.44	0.098	0.046
O	-16.421	3.247	-3.305	0.217	-0.445	0.263
O	-8.198	2.664	-0.394	-0.258	0.047	-0.106
O	6.973	-6.67	-6.201	-0.338	0.084	-0.42
O	-9.893	-5.53	-5.938	0.513	0.072	-0.517
O	-23.935	1.46	-4.719	0.381	0.279	-0.278
O	17.685	3.25	-3.626	0.334	-0.588	-0.292
O	-18.322	0.406	22.788	-0.181	-0.012	-0.18
O	-20.642	3.107	22.608	0.203	-0.473	-0.02
O	-11.181	-7.836	25.096	0.461	-0.042	0.285
O	4.633	-3.829	22.816	-0.183	-0.087	0.443
O	-17.991	-4.743	22.792	0.099	0.137	-0.02
O	-20.882	2.752	-6.475	0.197	0.064	0
O	-10.588	3.64	24.92	-0.154	-0.374	-0.637
O	-16.639	0.166	-0.068	-0.095	0.11	-0.429
O	-19.019	5.197	22.172	-0.193	0.163	0.669
O	-14.173	4.295	-4.112	0.792	-0.248	0.246
O	-19.095	-6.272	-4.126	-0.088	-0.029	0.175
O	-19.191	-2.679	-0.268	-0.223	-0.157	-0.602
O	17.835	6.09	24.858	0.075	0.474	0.201
O	-10.145	-1.448	23.161	-0.275	0.057	0.064
O	-20.999	-1.032	-1.169	0.069	-0.266	-0.397
O	-21.765	-8.157	22.407	0.019	0.207	0.164
O	-6.3	1.082	-1.144	0.403	-0.336	0.015
O	19.389	0.421	-4.143	-0.25	0.373	0.085
O	-14.924	1.277	23.054	0.006	0.018	-0.607
O	-10.518	6.175	24.069	-0.593	-0.011	-0.031
O	25.589	6.633	23.144	-0.105	0.035	-0.013
O	-0.066	-3.772	-5.197	-0.143	0.581	-0.154
O	-20.907	-5.023	-5.705	0.363	0.064	-0.329
O	-13.786	0.236	25.184	-0.066	-0.137	0.123
O	-18.01	6.268	-6.257	0.441	0.224	0.358
O	26.062	1.279	-1.532	-0.158	-0.499	-0.231
O	5.81	5.037	-5.831	-0.142	0.028	-0.317
O	-13.771	-8.11	-0.37	0.31	-0.086	-0.378
O	24.363	3.067	24.61	-0.48	-0.399	0.038
O	4.142	6.447	-1.385	0.497	-0.651	-0.148
O	-15.926	8.107	25.125	0.173	-0.401	0.373
O	-10.807	-5.404	0.016	0.139	-0.134	-0.168
O	-17.476	-4.527	-1.059	-0.261	-0.096	-0.187
O	-17.165	-8.008	-3.745	0.247	0.148	0.169
O	30.756	-0.727	-5.762	0.326	-0.266	0.077
O	-20.539	3.454	-0.963	0.011	0.099	-0.065
O	-2.855	-5.561	25.358	0.355	-0.516	0.388
O	12.146	1.268	23.422	0.16	-0.053	-0.369
O	5.018	8.123	-3.166	-0.272	0.456	-0.359
O	-30.092	2.377	-7.084	0.217	-0.464	-0.48
O	13.21	0.504	-5.291	0.174	0.038	-0.317
O	-19.295	-7.97	-0.36	0.117	0.217	-0.51
O	17.424	5.831	-3.029	0.317	0.502	-0.178
O	22.989	-6.858	-3.95	-0.162	-0.473	0.191
O	-17.027	2.617	22.528	-0.303	0.575	-0.003
O	-4.694	-3.763	25.364	-0.497	-0.268	0.055
O	-26.265	2.702	25.547	-0.069	-0.077	-0.441
O	-28.738	0.73	-5.333	0.134	-0.05	-0.127
O	-15.052	4.477	-1.506	0.039	0.278	-0.057
O	-24.603	4.91	25.302	0.396	0.275	0.323
O	-1.402	-6.64	-2.88	-0.638	-0.118	0.159
O	0.786	-5.355	-3.306	0.18	-0.35	-0.116
O	-13.276	-4.475	-3.58	-0.441	0.163	0.456
O	2.383	-3.606	25.281	-0.199	0.015	-0.526
O	-21.18	-4.99	-3.131	0.035	0.573	-0.147
O	10.528	5.672	24.922	-0.089	-0.638	-0.225
O	-9.174	-0.737	-1.353	0.225	0.349	-0.045
O	6.284	4.495	25.546	0.081	-0.68	-0.115
O	10.985	-0.799	-5.934	0.11	0.198	-0.27
O	-10.816	2.624	22.101	-0.004	-0.153	0.435
O	-8.693	4.063	-3.519	0.269	0.162	-0.066
O	29.391	4	25.408	0.201	-0.156	-0.321
O	18.893	-5.829	25.079	0.192	-0.05	-0.235
O	16.405	3.878	25.221	-0.222	-0.038	-0.521
O	-13.942	7.714	-6.371	0.251	0.218	0.112
O	-15.457	-6.254	-1.209	0.204	-0.232	-0.386
O	-14.874	-4.579	-5.704	0.252	0.068	0.23
O	21.902	-2.519	25.03	-0.128	0.604	0.253
O	-8.151	5.97	-6.517	-0.194	-0.517	-0.122
O	-2.561	5.87	-3.087	0.111	0.245	-0.028
O	31.389	-6.702	-1.708	0.089	-0.335	0.69
O	8.902	-3.005	-3.495	-0.065	0.405	0.384
O	-22.229	-3.944	-0.921	0.179	0.111	-0.297
O	-2.971	-0.795	22.967	0.575	0.488	-0.147
O	-6.252	-6.992	-3.019	-0.254	0.097	-0.016
O	-18.392	7.377	25.647	-0.443	-0.46	-0.071
O	-16.076	5.928	-3.423	0.107	0.278	-0.68
O	-30.632	1.627	24.252	-0.394	-0.075	-0.033
O	-30.954	4.759	-3.543	-0.343	0.446	-0.178
O	-6.514	-6.936	25.184	-0.139	0.171	-0.218
O	-17.06	-3.404	-5.955	-0.444	0.103	-0.207
O	-17.912	-7.241	23.681	-0.06	-0.085	-0.299
O	1.672	2.082	-6.248	0.049	0.412	-0.174
O	6.267	0.619	-6.395	0.024	0.28	0.528
O	24.697	-2.744	-0.47	-0.139	-0.288	-0.239
O	26.266	7.795	25.455	0.238	0.343	-0.106
O	18.963	-6.992	-6.363	0.157	-0.369	0.321
O	10.942	2.757	25.21	-0.398	0.042	0.172
O	9.497	-5.46	-3.848	-0.426	0.128	0.163
O	-23.642	6.489	23.259	-0.046	0.15	0.227
O	12.889	2.735	-3.367	0.36	-0.068	-0.041
O	12.85	5.2	-4.346	0.028	0.056	0.042
O	31.064	-6.655	24.209	0.037	0.148	0.423
O	21.803	-2.488	-6.039	-0.489	-0.05	-0.161
O	-16.724	1.489	-6.611	0.134	0.229	-0.269
O	12.326	-3.733	-5.74	-0.436	-0.119	-0.127
O	6.875	1.62	-2.286	0.259	-0.136	0.072
O	-12.543	6.202	-1.457	-0.009	-0.489	-0.102
O	29.081	-4.119	-5.556	0.522	0.266	0.15
O	30.303	2.719	-7.057	-0.062	-0.008	-0.537
O	-26.129	1.347	-3.282	-0.06	0.333	0.037
O	-16.039	-2.148	-3.81	-0.425	-0.107	0.05
O	-20.337	5.184	-5.596	0.142	0.386	-0.009
O	20	-1.672	-2.736	0.471	-0.285	0.027
O	-6.391	-0.3	-3.205	-0.025	-0.119	0.439
O	7.544	7.048	-6.036	0.021	0.101	-0.053
O	0.156	-8.117	-4.392	0.261	0.203	0.035
O	9.709	1.995	23.004	-0.298	0.19	0.428
O	26.449	1.255	-4.138	0.307	0.213	-0.319
O	4.836	-2.393	24.893	0.074	0.415	0.281
O	22.574	5.173	-5.797	0.357	-0.078	-0.021

Results
total energy: -406624.980 eV
total energy less fixed offsets of O -438.25, Si -107.07 eV per atom: -12.180 eV
